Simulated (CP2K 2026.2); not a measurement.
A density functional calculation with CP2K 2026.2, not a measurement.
Periodic cell of 3024 atoms, Si2160O864, from a study of silicon, its oxide and their interface. The atomic structure is a simulated model.
Doubt: the forces sum to 2.28 eV/angstrom along one axis rather than to zero, so they err by at least 0.0008 eV/angstrom per atom on average; the grid cutoff is modest.

Settings
functional: PBE
method: Gaussian and plane waves
basis set: DZVP-MOLOPT-SR-GTH
pseudopotentials: GTH-PBE
grid cutoff: 300 Ry, relative cutoff 40 Ry
k points: Gamma only
occupations: fixed
spin: none
net charge: 0

Cell vectors (angstrom)
a 97.92 0 0
b 0 16.32 0
c 0.2069 -5.576 33.253

Atoms: element, x, y, z (angstrom)
Si 1.782 -1.687 -0.054
Si 3.816 1.671 -0.159
Si 1.618 3.961 -0.08
Si 4.277 6.699 0.12
Si 1.191 -6.546 -0.077
Si 4.158 -3.811 0.28
Si 7.038 -1.589 0.283
Si 9.773 1.175 -0.078
Si 6.446 4.444 -0.202
Si 9.327 7.165 0.174
Si 7.121 9.366 0.187
Si 9.318 -3.659 0.22
Si 12.07 -0.972 0.007
Si 14.764 1.868 -0.071
Si 12.491 4.082 0.071
Si 14.556 7.145 0.093
Si 12.281 -7.047 0.113
Si 15.079 -4.11 -0.006
Si 2.745 0.072 1.217
Si 5.416 2.81 1.169
Si 2.739 5.47 1.347
Si 5.499 8.218 1.412
Si 2.829 -5.466 1.274
Si 5.55 -2.653 1.696
Si 8.225 0.105 1.344
Si 10.866 2.83 1.235
Si 8.105 5.471 1.214
Si 10.865 -8.12 1.591
Si 8.217 -5.324 1.471
Si 10.923 -2.495 1.419
Si 13.666 0.207 1.254
Si 16.372 2.909 1.31
Si 13.563 5.58 1.497
Si 16.204 -8.011 1.321
Si 13.499 -5.334 1.258
Si 16.279 -2.602 1.385
Si 1.439 1.377 2.699
Si 4.115 4.11 2.677
Si 1.366 6.869 2.639
Si 4.121 9.557 2.726
Si 1.458 -4.06 2.634
Si 4.099 -1.18 2.741
Si 6.8 1.491 2.593
Si 9.486 4.155 2.608
Si 6.838 6.814 2.716
Si 9.562 -6.659 2.846
Si 6.872 -4.073 2.926
Si 9.562 -1.187 2.795
Si 12.27 1.527 2.654
Si 15.035 4.244 2.735
Si 12.201 6.841 2.897
Si 14.868 -6.655 2.714
Si 12.24 -3.951 2.697
Si 14.951 -1.181 2.679
Si 0.031 0.016 3.997
Si 2.782 2.748 4.05
Si -0.006 5.545 4.004
Si 2.736 8.195 4.03
Si 0.065 -5.367 4.035
Si 2.748 -2.641 4.02
Si 5.481 0.16 4.05
Si 8.151 2.818 4.006
Si 5.455 5.483 4.059
Si 8.166 -8.098 4.092
Si 5.436 -5.422 4.153
Si 8.229 -2.604 4.149
Si 10.941 0.174 4.092
Si 13.628 2.861 4.051
Si 10.802 5.46 4.112
Si 13.586 -8.038 4.131
Si 10.925 -5.283 4.142
Si 13.605 -2.576 4.047
Si 1.289 -1.307 16.239
Si 3.993 1.481 16.277
Si 1.298 4.128 16.275
Si 4.003 6.87 16.29
Si 1.247 -6.763 16.256
Si 3.999 -4.024 16.228
Si 6.736 -1.235 16.275
Si 9.471 1.521 16.337
Si 6.774 4.23 16.339
Si 9.444 -9.405 16.373
Si 6.696 -6.723 16.293
Si 9.39 -4.003 16.214
Si 12.182 -1.18 16.265
Si 14.889 1.563 16.297
Si 12.182 4.235 16.389
Si 14.865 -9.396 16.386
Si 12.16 -6.737 16.348
Si 14.916 -3.938 16.295
Si 2.612 0.095 17.596
Si 5.354 2.881 17.621
Si 2.639 5.509 17.649
Si 5.336 8.236 17.671
Si 2.616 -5.375 17.578
Si 5.366 -2.65 17.557
Si 8.071 0.168 17.652
Si 10.809 2.885 17.75
Si 8.114 5.578 17.792
Si 10.789 -8.076 17.778
Si 8.089 -5.387 17.627
Si 10.697 -2.542 17.461
Si 13.532 0.213 17.631
Si 16.207 2.893 17.725
Si 13.514 5.579 17.814
Si 16.242 -8.017 17.695
Si 13.527 -5.308 17.607
Si 16.289 -2.578 17.65
Si 1.222 1.411 18.993
Si 4.053 4.233 19.041
Si 1.195 6.787 19.001
Si 3.884 -6.76 18.967
Si 1.275 -4.05 18.969
Si 4.017 -1.271 18.877
Si 6.706 1.573 18.988
Si 9.523 4.254 19.203
Si 6.712 6.965 19.119
Si 9.378 -6.724 19.104
Si 6.714 -4.016 18.912
Si 9.426 -1.248 18.943
Si 12.17 1.5 19.077
Si 14.849 4.201 19.206
Si 12.136 -9.399 19.222
Si 14.937 -6.562 19.025
Si 11.985 -3.941 18.736
Si 14.907 -1.162 18.912
Si -0.04 0.081 20.529
Si 2.617 2.816 20.241
Si -0.169 5.388 20.401
Si 2.481 8.227 20.354
Si -0.132 -5.569 20.15
Si 2.649 -2.581 20.251
Si 5.329 0.136 20.223
Si 8.014 2.937 20.442
Si 5.332 5.659 20.509
Si 8.061 8.265 20.592
Si 5.338 -5.407 20.191
Si 8 -2.606 20.261
Si 10.781 0.111 20.346
Si 13.508 2.758 20.559
Si 10.886 5.533 20.771
Si 13.503 -7.859 20.371
Si 10.687 -5.182 20.262
Si 13.303 -2.499 19.94
Si 1.702 -1.025 21.753
Si 3.795 1.29 21.524
Si 1.525 4.292 21.681
Si 3.589 6.741 21.751
Si 0.742 -7.159 21.653
Si 3.949 -4.072 21.456
Si 6.889 -0.989 21.517
Si 9.129 1.223 21.551
Si 6.931 4.555 21.829
Si 9.233 6.733 22.038
Si 6.517 -6.682 21.754
Si 9.522 -3.66 21.666
Si 11.871 -1.559 21.583
Si 15.054 1.33 21.62
Si 12.428 4.187 22.16
Si 15.067 -8.891 21.743
Si 12.417 -6.091 21.486
Si 14.544 -3.844 21.273
Si 16.727 -1.219 -2.708
Si 7.108 2.49 25.91
Si 5.154 -0.45 -2.038
Si 10.808 7.531 24.709
Si 5.568 -2.634 23.793
Si 3.963 -6.504 -4.067
Si 10.233 1.694 -7.064
Si 12.674 -8.103 -5.539
Si 1.178 5.001 -6.054
Si 9.663 -2.995 -5.784
Si 6.752 3.753 -3.341
Si 14.192 -1.353 23.128
Si 4.452 -7.728 23.974
Si 12.384 2.616 24.804
Si 15.68 5.104 25.846
Si 8.225 -5.008 -3.733
Si 18.122 -3.681 -3.889
Si 12.599 -2.938 -5.09
Si -0.49 1.514 -2.425
Si 2.201 3.862 24.58
Si 7.773 -4.709 23.871
Si 11.352 5.416 -4.947
Si 0.867 0.057 -4.568
Si 9.697 1.314 24.531
Si 14.788 -4.901 25.261
Si 5.042 3.074 23.85
Si 8.23 -0.322 -6.584
Si 11.866 -5.932 24.434
Si 4.311 2.185 -4.619
Si 13.913 -2.217 -2.231
Si 18.262 1.29 -3.763
Si 12.6 -5.632 -4.098
Si 17.741 1.447 25.953
Si 15.851 2.494 -2.797
Si 9.065 4.481 -7.052
Si 16.33 -2.463 24.391
Si 6.22 -5.892 -5.808
Si 0.684 7.874 -6.71
Si 0.213 5.924 -2.24
Si 2.5 7.924 -2.236
Si 13.621 6.262 23.983
Si 14.923 -1.537 -6.269
Si 11.846 2.563 -4.668
Si 15.393 2.363 24.332
Si 9.409 2.78 -2.648
Si 15.112 -6.88 -4.535
Si 4.838 -3.081 -6.322
Si 3.97 4.225 -6.936
Si 6.482 5.572 -5.724
Si 14.357 1.114 -5.077
Si 10.67 5.401 -1.957
Si 17.764 -6.742 -2.973
Si 10.576 -5.474 -1.981
Si 5.694 -0.39 -4.899
Si 17.95 -1.483 0.165
Si 20.239 1.854 0.174
Si 18.012 4.069 0.05
Si 20.74 6.664 -0.177
Si 17.276 -6.37 0.045
Si 20.035 -3.853 0.309
Si 23.435 -1.465 0.246
Si 26.17 1.194 0.126
Si 22.959 4.424 0.071
Si 25.826 7.218 0.318
Si 23.532 -6.916 0.211
Si 25.612 -3.77 0.2
Si 28.489 -0.955 0.148
Si 31.058 1.668 0.392
Si 28.981 3.988 0.351
Si 31.648 6.449 0.298
Si 28.891 -6.693 0.081
Si 31.643 -4.389 0.244
Si 19.077 0.178 1.382
Si 21.802 2.955 1.5
Si 19.16 5.645 1.314
Si 21.786 -8.061 1.273
Si 18.865 -5.396 1.528
Si 21.771 -2.662 1.419
Si 24.576 0.13 1.501
Si 27.28 2.802 1.462
Si 24.553 5.564 1.409
Si 27.518 -8.071 1.525
Si 24.594 -5.351 1.563
Si 27.31 -2.616 1.388
Si 29.92 0.11 1.656
Si 32.789 2.717 1.583
Si 30.109 5.456 1.736
Si 32.787 -8.17 1.496
Si 30.029 -5.359 1.613
Si 32.676 -2.664 1.494
Si 17.663 1.502 2.718
Si 20.431 4.311 2.817
Si 17.691 6.973 2.625
Si 20.402 -6.737 2.697
Si 17.581 -3.951 2.84
Si 20.442 -1.214 2.748
Si 23.169 1.515 2.783
Si 25.886 4.174 2.776
Si 23.153 6.935 2.745
Si 26.06 -6.683 2.841
Si 23.133 -4 2.826
Si 25.928 -1.288 2.831
Si 28.557 1.475 2.959
Si 31.464 4.069 3.024
Si 28.688 6.841 2.962
Si 31.387 -6.814 2.888
Si 28.627 -3.949 2.842
Si 31.339 -1.304 2.879
Si 16.315 0.139 4.082
Si 19.041 2.874 4.082
Si 16.384 5.609 4.065
Si 19.036 -8.052 4.077
Si 16.229 -5.333 4.142
Si 19.038 -2.576 4.099
Si 21.799 0.131 4.123
Si 24.525 2.843 4.166
Si 21.808 5.621 4.172
Si 24.564 -8.045 4.108
Si 21.746 -5.372 4.112
Si 24.518 -2.63 4.164
Si 27.221 0.071 4.257
Si 29.99 2.767 4.306
Si 27.238 5.492 4.206
Si 30.027 -8.109 4.297
Si 27.305 -5.308 4.239
Si 29.986 -2.645 4.241
Si 17.644 -1.223 16.29
Si 20.399 1.519 16.356
Si 17.639 4.217 16.391
Si 20.315 -9.394 16.347
Si 17.629 -6.671 16.338
Si 20.36 -3.91 16.315
Si 23.088 -1.192 16.386
Si 25.756 1.434 16.34
Si 23.062 4.207 16.319
Si 25.815 -9.389 16.362
Si 23.102 -6.652 16.303
Si 25.859 -3.935 16.361
Si 28.548 -1.316 16.425
Si 31.301 1.424 16.437
Si 28.547 4.175 16.355
Si 31.304 -9.433 16.414
Si 28.566 -6.689 16.392
Si 31.29 -4.019 16.493
Si 19.028 0.117 17.632
Si 21.748 2.888 17.748
Si 19.003 5.562 17.776
Si 21.691 -7.982 17.615
Si 18.993 -5.264 17.651
Si 21.705 -2.555 17.699
Si 24.409 0.163 17.811
Si 27.121 2.811 17.617
Si 24.373 5.602 17.658
Si 27.212 -8.055 17.716
Si 24.477 -5.294 17.644
Si 27.194 -2.648 17.833
Si 29.929 0.043 17.743
Si 32.655 2.77 17.83
Si 29.94 5.503 17.708
Si 32.592 -8.06 17.84
Si 29.873 -5.35 17.829
Si 32.689 -2.692 17.86
Si 17.64 1.473 18.915
Si 20.459 4.262 19.159
Si 17.534 -9.432 19.071
Si 20.376 -6.604 18.973
Si 17.684 -3.899 19.036
Si 20.351 -1.189 19.084
Si 23.052 1.574 19.21
Si 25.727 4.176 18.917
Si 23.007 -9.308 18.994
Si 25.848 -6.629 18.997
Si 23.115 -3.933 18.98
Si 25.805 -1.23 19.111
Si 28.482 1.452 18.942
Si 31.262 4.164 19.117
Si 28.597 -9.451 19.032
Si 31.18 -6.711 19.226
Si 28.529 -4.035 19.267
Si 31.292 -1.305 19.148
Si 16.403 0.037 20.289
Si 18.96 2.817 20.285
Si 16.149 5.6 20.608
Si 18.941 -7.934 20.214
Si 16.299 -5.148 20.428
Si 19.072 -2.637 20.46
Si 21.619 0.21 20.523
Si 24.455 3.008 20.506
Si 21.763 5.789 20.559
Si 24.437 -7.971 20.252
Si 21.791 -5.312 20.337
Si 24.407 -2.581 20.409
Si 27.183 0.159 20.396
Si 29.778 2.805 20.316
Si 27.121 5.5 20.189
Si 29.795 -8.129 20.569
Si 27.099 -5.422 20.589
Si 29.954 -2.653 20.562
Si 17.821 -1.187 21.792
Si 19.863 1.232 21.781
Si 17.922 4.409 21.652
Si 19.95 -9.4 21.704
Si 17.472 -6.811 21.632
Si 20.764 -3.734 21.709
Si 22.841 -1.391 21.703
Si 26.081 1.785 21.697
Si 23.531 4.813 21.805
Si 25.794 -9.405 21.443
Si 23.344 -6.472 21.661
Si 25.466 -4.172 21.769
Si 28.739 -1.011 21.723
Si 30.837 1.251 21.678
Si 28.208 4.005 21.585
Si 31.47 -9.21 21.836
Si 28.018 -7.236 21.88
Si 31.649 -3.74 21.839
Si 30.421 3.32 -3.997
Si 23.569 2.411 25.885
Si 22.557 -3.788 -7.201
Si 27.682 6.583 25.934
Si 19.106 -7.577 24.047
Si 26.042 -6.88 -6.777
Si 27.368 -2.934 23.808
Si 28.108 6.988 -6.92
Si 18.019 4.244 -6.766
Si 25.246 -8.012 25.934
Si 22.7 1.635 -4.948
Si 32.456 3.065 -6.47
Si 21.893 4.428 24.451
Si 30.787 6.225 -2.727
Si 30.715 3.195 25.756
Si 26.464 -6.779 -3.775
Si 34.035 -0.626 -2.584
Si 35.116 1.587 -6.676
Si 17.328 -3.408 -6.804
Si 19.262 3.177 23.979
Si 22.121 -5.306 -4.603
Si 22.313 8.122 -4.677
Si 17.494 6.016 -4.543
Si 26.548 -1.046 25.83
Si 28.435 -0.585 -6.165
Si 24.477 0.184 23.92
Si 24.213 -0.935 -4.707
Si 28.748 -5.593 24.419
Si 21.149 0.924 -2.586
Si 28.64 -2.428 -2.336
Si 34.691 -3.443 -3.378
Si 28.108 6.822 -3.906
Si 34.801 0.638 23.716
Si 38.21 -6.92 -2.73
Si 23.015 -6.818 24.572
Si 31.561 -4.742 24.817
Si 23.78 -6.593 -2.703
Si 19.826 2.1 -6.243
Si 16.051 5.344 -2.056
Si 19.8 7.304 -3.217
Si 29.713 5.588 23.902
Si 34.254 -6.026 24.784
Si 26.879 -0.507 -3.632
Si 31.973 1.449 -2.354
Si 27.145 5.368 -1.62
Si 29.416 -3.152 -5.302
Si 20.607 -4.012 -2.477
Si 20.77 -5.117 24.515
Si 25.341 3.147 -4.985
Si 34.143 5.587 -6.675
Si 25.016 3.221 -1.81
Si 27.282 -4.968 -1.781
Si 31.078 -5.679 -5.149
Si 22.425 -1.651 -2.52
Si 34.364 -1.559 0.355
Si 37.033 1.109 0.371
Si 34.021 4.35 0.427
Si 37.014 6.343 0.37
Si 34.081 -6.512 0.432
Si 36.608 -3.739 0.459
Si 39.365 -1.006 0.248
Si 42.563 1.085 0.151
Si 39.184 4.103 0.334
Si 42.021 7.007 0.064
Si 39.686 -7.166 0.095
Si 42.693 11.719 0.096
Si 44.737 -1.201 0.14
Si 47.534 1.583 0.215
Si 45.456 3.989 0.038
Si 47 7.38 0.182
Si 44.85 9.512 0.752
Si 47.831 11.753 0.247
Si 35.491 -0.026 1.69
Si 38.09 2.663 1.757
Si 35.512 5.385 1.84
Si 38.161 -8.256 1.505
Si 35.556 -5.362 1.763
Si 38.242 -2.59 1.618
Si 40.964 0.047 1.563
Si 43.706 2.796 1.29
Si 40.885 5.37 1.386
Si 43.428 8.005 1.707
Si 40.853 10.822 1.337
Si 43.6 -2.819 1.427
Si 46.31 -0.022 1.442
Si 49.005 2.669 1.655
Si 46.276 5.562 1.554
Si 48.837 8.134 1.526
Si 46.329 10.881 1.83
Si 48.92 -2.796 1.422
Si 34.093 1.353 2.963
Si 36.781 3.98 3.15
Si 34.108 6.858 2.987
Si 36.898 -6.844 2.943
Si 34.039 -4.014 2.964
Si 36.86 -1.34 3.047
Si 39.583 1.348 2.978
Si 42.274 4.038 2.754
Si 39.544 6.722 2.865
Si 42.097 9.503 2.911
Si 39.581 12.217 2.809
Si 42.241 -1.455 2.841
Si 44.964 1.397 2.778
Si 47.653 4.146 2.898
Si 44.841 6.694 3.009
Si 47.635 9.435 3.079
Si 44.921 12.308 2.981
Si 47.615 -1.407 2.822
Si 32.703 0.011 4.28
Si 35.39 2.661 4.423
Si 32.762 5.487 4.35
Si 35.477 -8.118 4.319
Si 32.705 -5.423 4.274
Si 35.436 -2.698 4.328
Si 38.211 0.019 4.362
Si 40.939 2.742 4.245
Si 38.199 5.422 4.321
Si 40.806 8.125 4.291
Si 38.233 10.88 4.247
Si 40.89 -2.765 4.245
Si 43.602 -0.005 4.162
Si 46.271 2.731 4.214
Si 43.513 5.327 4.301
Si 46.211 8.088 4.34
Si 43.529 10.863 4.242
Si 46.281 -2.677 4.299
Si 34.022 -1.317 16.5
Si 36.725 1.353 16.516
Si 34.023 4.119 16.471
Si 36.758 -9.488 16.499
Si 34.006 -6.736 16.501
Si 36.775 -4.055 16.527
Si 39.472 -1.379 16.49
Si 42.193 1.325 16.46
Si 39.443 4.103 16.5
Si 42.189 6.81 16.531
Si 39.476 9.524 16.55
Si 42.254 -4.112 16.548
Si 44.944 -1.43 16.509
Si 47.685 1.316 16.48
Si 44.951 4.078 16.473
Si 47.696 6.799 16.532
Si 44.941 9.51 16.56
Si 47.668 -4.124 16.499
Si 35.356 0.016 17.914
Si 38.095 2.72 17.842
Si 35.389 5.474 17.828
Si 38.108 -8.162 17.913
Si 35.419 -5.425 17.867
Si 38.117 -2.684 17.901
Si 40.865 -0.061 17.822
Si 43.549 2.714 17.758
Si 40.773 5.482 17.869
Si 43.547 8.161 17.905
Si 40.863 10.876 17.892
Si 43.629 -2.778 17.938
Si 46.356 -0.093 17.812
Si 49.027 2.708 17.822
Si 46.332 5.414 17.841
Si 49.042 8.146 17.948
Si 46.325 10.873 17.908
Si 49.089 -2.807 17.82
Si 33.985 1.424 19.248
Si 36.731 4.088 19.203
Si 34.01 -9.432 19.118
Si 36.767 -6.778 19.262
Si 34.082 -4.073 19.227
Si 36.708 -1.374 19.288
Si 39.478 1.296 19.12
Si 42.137 4.044 19.098
Si 39.438 -9.506 19.333
Si 42.157 9.496 19.304
Si 39.559 -4.007 19.223
Si 42.239 -1.382 19.223
Si 44.955 1.337 19.024
Si 47.691 4.059 19.212
Si 44.968 6.773 19.168
Si 47.7 9.58 19.311
Si 45.011 -4.126 19.35
Si 47.752 -1.465 19.178
Si 32.587 0.073 20.571
Si 35.319 2.819 20.61
Si 32.594 5.58 20.445
Si 35.369 -8.151 20.579
Si 32.666 -5.407 20.536
Si 35.425 -2.801 20.72
Si 38.091 0.06 20.547
Si 40.862 2.602 20.452
Si 38.115 5.361 20.643
Si 40.792 -8.175 20.76
Si 38.228 -5.423 20.526
Si 40.913 -2.662 20.678
Si 43.675 0.001 20.427
Si 46.275 2.646 20.424
Si 43.534 5.373 20.395
Si 46.266 8.177 20.563
Si 43.554 10.847 20.661
Si 46.517 -2.814 20.668
Si 33.83 -1.497 21.852
Si 36.953 1.655 21.854
Si 34.092 4.466 21.825
Si 36.449 -9.808 21.862
Si 33.756 -7.027 21.879
Si 37.203 -3.922 21.983
Si 39.252 -1.48 21.874
Si 42.515 1.53 21.754
Si 39.328 3.671 21.84
Si 42.407 -9.51 21.838
Si 39.755 -6.42 22.019
Si 42.072 -4.235 22.035
Si 45.279 -1.135 21.689
Si 47.401 1.092 21.755
Si 44.655 3.784 21.657
Si 47.84 7.017 21.811
Si 44.557 9.111 21.9
Si 47.912 -4.166 22.153
Si 46.696 5.632 -2.273
Si 38.818 -8.054 -5.36
Si 37.996 6.51 24.451
Si 41.404 -7.204 -6.984
Si 36.838 -5.935 -6.558
Si 41.876 1.014 24.717
Si 39.913 0.641 -6.496
Si 43.558 4.582 -6.965
Si 33.54 6.378 -3.83
Si 43.405 -4.488 -2.786
Si 37.898 -3.196 -6.087
Si 41.048 3.326 -6.181
Si 40.752 5.294 23.972
Si 45.89 -4.261 -6.772
Si 48.581 2.96 24.027
Si -48.303 5.479 -2.085
Si -47.353 3.533 -3.83
Si 47.268 -1.485 -7.119
Si 36.898 4.043 -6.563
Si 32.597 2.672 23.67
Si 34.245 -5.646 -5.149
Si 38.754 0.866 -3.724
Si 30.98 -5.958 -2.074
Si 44.127 -2.976 23.951
Si 40.742 -2.096 -5.356
Si 39.628 -0.818 24.957
Si 45.734 -0.389 -4.898
Si 45.928 -5.567 23.899
Si 36.115 1.527 -2.536
Si 46.418 -1.881 -2.43
Si -48.524 -1.342 -2.48
Si -41.685 -3.443 -3.524
Si -46.744 -7.163 -6.474
Si -45.69 -6.268 -3.779
Si 38.296 -5.504 24.419
Si -48.26 -2.605 24.32
Si 37.857 5.501 -4.211
Si 34.126 3.638 -2.417
Si 36.026 7.123 -2.455
Si 33.948 -6.111 -2.346
Si 46.381 5.21 23.867
Si -47.496 -7.258 25.072
Si 40.695 2.503 -1.919
Si 46.393 2.519 -4.693
Si 40.476 4.821 -3.595
Si 46.571 -6.598 -4.925
Si 37.502 -4.06 -2.417
Si 28.033 1.793 -4.64
Si 36.08 -1.012 -6.616
Si 48.603 4.28 -6.156
Si 42.654 6.641 -3.011
Si 43.688 -2.677 -5.163
Si 43.391 -6.964 -4.522
Si 39.583 -1.788 -2.672
Si 50.641 -1.674 0.253
Si 52.671 1.478 0.195
Si 50.6 3.771 0.38
Si 53.204 6.459 0.136
Si 50.153 9.73 0.519
Si 52.763 12.341 0.373
Si 56.002 -1.839 0.206
Si -39.405 1.149 0.064
Si 55.444 4.276 0.05
Si -39.672 7.149 0.036
Si 55.943 9.255 0.106
Si -39.703 12.34 0.536
Si -37.299 -1.154 0.15
Si -34.612 1.692 -0.152
Si -36.88 3.9 -0.012
Si -34.174 7.101 -0.24
Si -37.552 10.165 0.161
Si -33.974 12.144 0.298
Si 51.631 -0.051 1.616
Si 54.315 2.686 1.405
Si 51.74 5.361 1.608
Si 54.341 8.105 1.396
Si 51.645 10.899 1.794
Si 54.385 -2.827 1.587
Si -40.909 -0.07 1.413
Si -38.262 2.693 1.417
Si -40.845 5.463 1.283
Si -38.304 8.351 1.476
Si -41.014 10.796 1.629
Si -38.264 -2.618 1.684
Si -35.574 0.009 1.232
Si -32.974 2.571 1.335
Si -35.567 5.579 1.069
Si -32.812 8.257 1.244
Si -35.676 10.984 1.377
Si -32.718 -2.673 1.444
Si 50.284 1.264 3.001
Si 53.065 3.996 2.935
Si 50.26 6.739 2.828
Si 53.048 9.426 2.897
Si 50.23 12.279 2.995
Si 53.063 -1.379 2.909
Si -42.249 1.32 2.756
Si -39.575 4.096 2.723
Si -42.199 6.759 2.77
Si -39.602 9.531 2.974
Si -42.31 12.139 3.003
Si -39.62 -1.286 2.963
Si -36.856 1.337 2.725
Si -34.222 4.162 2.541
Si -36.839 6.872 2.607
Si -34.226 9.548 2.63
Si -36.843 12.307 2.886
Si -34.167 -1.301 2.652
Si 48.919 -0.088 4.292
Si 51.675 2.66 4.283
Si 48.991 5.428 4.296
Si 51.635 8.093 4.208
Si 48.971 10.855 4.368
Si 51.659 -2.707 4.284
Si -43.532 -0.001 4.237
Si -40.883 2.707 4.112
Si -43.506 5.404 4.216
Si -40.913 8.094 4.237
Si -43.612 10.778 4.338
Si -40.906 -2.759 4.261
Si -38.159 0.034 4.198
Si -35.478 2.758 3.998
Si -38.159 5.462 4.022
Si -35.465 8.142 4.035
Si -38.174 10.9 4.219
Si -35.419 -2.671 4.117
Si 50.413 -1.407 16.472
Si 53.118 1.329 16.428
Si 50.403 4.058 16.483
Si 53.104 6.743 16.462
Si 50.402 9.463 16.536
Si 53.131 -4.155 16.48
Si -42.055 -1.439 16.416
Si -39.338 1.262 16.37
Si -42.095 4.015 16.407
Si -39.382 6.68 16.336
Si -42.097 9.44 16.42
Si -39.368 -4.165 16.341
Si -36.637 -1.419 16.306
Si -33.926 1.3 16.277
Si -36.612 3.986 16.329
Si -33.935 6.677 16.26
Si -36.623 9.408 16.302
Si -33.915 -4.186 16.23
Si 51.752 0.008 17.792
Si 54.493 2.657 17.792
Si 51.773 5.395 17.857
Si 54.458 8.1 17.816
Si 51.823 10.779 17.885
Si 54.513 -2.784 17.798
Si -40.69 -0.078 17.769
Si -37.928 2.592 17.694
Si -40.744 5.37 17.756
Si -37.971 8 17.636
Si -40.692 10.781 17.73
Si -38.004 -2.784 17.651
Si -35.27 -0.054 17.656
Si -32.593 2.691 17.63
Si -35.246 5.323 17.709
Si -32.565 8.062 17.546
Si -35.236 10.768 17.627
Si -32.516 -2.839 17.536
Si 50.38 1.362 19.169
Si 53.151 4.007 19.181
Si 50.43 6.741 19.265
Si 53.145 9.394 19.302
Si 50.474 -4.147 19.19
Si 53.17 -1.319 19.092
Si 55.869 1.294 19.132
Si -39.339 3.936 18.984
Si 55.806 6.737 19.152
Si -39.317 9.326 18.986
Si 55.878 -4.203 19.125
Si -39.305 -1.449 19.096
Si -36.572 1.271 19.137
Si -33.913 3.975 19.138
Si -36.639 6.668 19.04
Si -33.885 9.362 18.977
Si -36.635 -4.181 18.923
Si -33.843 -1.465 18.864
Si 49.048 -0.035 20.51
Si 51.731 2.714 20.544
Si 49.042 5.387 20.622
Si 51.799 8.027 20.728
Si 49.219 10.869 20.688
Si 51.825 -2.694 20.41
Si 54.502 0.015 20.535
Si 57.284 2.616 20.431
Si 54.499 5.353 20.561
Si 57.25 8.06 20.449
Si 54.577 10.744 20.595
Si 57.264 -2.817 20.437
Si -37.938 -0.135 20.491
Si -35.218 2.608 20.623
Si -37.988 5.246 20.341
Si -35.298 8.051 20.369
Si -37.927 10.684 20.251
Si -35.2 -2.826 20.174
Si 50.705 -1.123 21.762
Si 52.883 1.175 21.86
Si 50.584 4.207 21.977
Si 52.903 6.359 22.009
Si 50.178 9.154 22.04
Si 53.421 -3.839 21.654
Si 55.661 -1.649 21.708
Si 58.771 1.416 21.811
Si 56.192 4.223 21.732
Si 58.416 6.42 21.645
Si 56.259 9.643 21.899
Si 58.473 -4.496 21.543
Si -36.251 -1.345 21.619
Si -34.025 0.873 21.778
Si -36.993 3.695 21.799
Si -33.892 6.79 21.72
Si -36.322 9.713 21.685
Si -34.077 -4.4 21.447
Si -35.615 5.096 -3.853
Si -44.069 -1.773 -4.448
Si -43.861 6.511 24.919
Si -35.406 -5.706 -6.378
Si -46.889 -4.268 -7.056
Si -39.463 4.238 25.734
Si -41.576 -7.783 24.869
Si -38.091 7.421 -6.572
Si -44.388 -1.185 25.778
Si -39.564 -5.168 -4.672
Si -37.181 3.303 -5.574
Si -38.025 -2.763 23.554
Si -44.671 1.794 24.95
Si -33.046 0.708 24.773
Si -31.499 -1.672 24.453
Si -37.332 -6.85 -4.457
Si -30.76 -3.138 -5.155
Si -32.359 -0.401 -5.118
Si -45.43 -0.089 -6.605
Si 48.614 7.566 -6.207
Si 46.399 -4.718 -2.614
Si -45.071 2.411 -5.116
Si -42.412 3.681 24.654
Si -40.595 -0.312 -6.237
Si -38.807 7.022 24.506
Si -40.278 -0.624 23.76
Si -38.057 1.127 -7.173
Si -36.668 -7.141 24.792
Si -43.491 -0.078 -1.865
Si -39.138 -2.285 -4.267
Si -29.619 -2.727 -2.334
Si -33.507 3.432 25.473
Si -29.703 -3.773 24.328
Si -28.491 -6.485 -4.386
Si -41.94 1.977 -4.965
Si -32.687 -4.078 24.12
Si -41.576 4.326 -6.696
Si 48.624 1.424 -2.729
Si 44.887 5.038 -4.4
Si -46.652 7.936 -1.749
Si -35.305 4.893 23.903
Si -33.695 -6.648 25.608
Si -36.484 -1.935 -2.725
Si -29.649 0.659 -6.08
Si -39.496 5.125 -5.003
Si -33.014 -4.909 -4.605
Si -43.49 -5.258 -1.953
Si -45.421 -3.673 24.479
Si -41.352 2.289 -2.074
Si -35.768 5.615 -6.783
Si -38.103 5.609 -2.247
Si -34.68 -4.1 -2.444
Si -35.746 -7.017 -2.009
Si -46.753 -3.459 -4.095
Si -31.738 -1.496 -0.338
Si -29.154 1.609 -0.259
Si -31.5 3.673 -0.016
Si -28.659 6.317 -0.511
Si -31.75 9.898 -0.082
Si -28.359 11.959 -0.089
Si -25.91 -1.423 -0.302
Si -22.704 0.958 -0.236
Si -26.244 4.226 -0.482
Si -22.873 6.461 -0.301
Si -26.141 9.665 -0.293
Si -22.871 11.951 -0.029
Si -20.699 -1.423 0.085
Si -17.326 0.983 -0.014
Si -20.556 4.203 -0.122
Si -17.057 6.024 -0.405
Si -20.624 9.722 -0.16
Si -17.495 11.928 0.008
Si -30.243 -0.084 0.979
Si -27.37 2.653 0.921
Si -30.183 5.353 1.031
Si -27.4 7.982 0.826
Si -30.028 10.88 1.162
Si -27.225 -2.754 1.151
Si -24.463 -0.092 0.998
Si -21.712 2.579 1.128
Si -24.612 5.345 0.881
Si -21.759 8.05 1.049
Si -24.55 10.753 1.096
Si -21.862 -2.864 1.434
Si -19.04 -0.144 1.196
Si -16.317 2.572 1.379
Si -18.87 5.304 1.037
Si -16.294 7.912 0.953
Si -19.063 10.742 1.247
Si -16.474 -2.861 1.476
Si -31.491 1.215 2.554
Si -28.711 4.011 2.379
Si -31.413 6.791 2.469
Si -28.661 9.377 2.368
Si -31.309 12.219 2.639
Si -28.729 -1.383 2.378
Si -25.935 1.296 2.29
Si -23.228 3.974 2.325
Si -25.966 6.71 2.288
Si -23.174 9.375 2.439
Si -25.878 12.157 2.488
Si -23.257 -1.414 2.58
Si -20.382 1.26 2.542
Si -17.711 3.977 2.586
Si -20.322 6.703 2.375
Si -17.672 9.27 2.438
Si -20.404 12.102 2.646
Si -17.813 -1.457 2.716
Si -32.766 -0.042 4.031
Si -30.044 2.646 3.796
Si -32.753 5.433 3.879
Si -30 8.096 3.83
Si -32.748 10.866 3.943
Si -29.944 -2.732 3.916
Si -27.306 -0.037 3.723
Si -24.582 2.64 3.727
Si -27.303 5.365 3.73
Si -24.587 8.027 3.744
Si -27.283 10.757 3.771
Si -24.586 -2.805 3.906
Si -21.819 -0.067 3.874
Si -19.083 2.635 3.927
Si -21.8 5.336 3.689
Si -19.06 8.026 3.855
Si -21.84 10.726 3.872
Si -19.131 -2.834 4.03
Si -31.181 -1.435 16.212
Si -28.516 1.262 16.171
Si -31.238 4.001 16.212
Si -28.53 6.713 16.174
Si -31.191 9.446 16.225
Si -28.489 -4.161 16.193
Si -25.783 -1.446 16.161
Si -23.116 1.258 16.17
Si -25.82 3.988 16.17
Si -23.105 6.696 16.154
Si -25.784 9.442 16.159
Si -23.105 -4.169 16.178
Si -20.415 -1.468 16.177
Si -17.722 1.291 16.145
Si -20.395 3.989 16.132
Si -17.712 6.72 16.154
Si -20.442 9.407 16.151
Si -17.724 -4.174 16.131
Si -29.844 -0.063 17.59
Si -27.164 2.608 17.527
Si -29.855 5.33 17.555
Si -27.166 8.097 17.491
Si -29.814 10.805 17.59
Si -27.117 -2.797 17.538
Si -24.435 -0.123 17.568
Si -21.748 2.64 17.496
Si -24.462 5.35 17.526
Si -21.747 8.012 17.557
Si -24.432 10.782 17.561
Si -21.743 -2.846 17.585
Si -19.074 -0.082 17.53
Si -16.334 2.676 17.465
Si -19.055 5.333 17.531
Si -16.339 8.088 17.501
Si -19.111 10.791 17.496
Si -16.327 -2.815 17.45
Si -31.208 1.344 18.932
Si -28.517 3.94 18.912
Si -31.21 6.712 18.882
Si -28.401 9.475 18.936
Si -31.207 -4.187 18.948
Si -28.468 -1.453 18.916
Si -25.827 1.238 18.895
Si -23.11 3.967 18.877
Si -25.862 6.715 18.84
Si -23.112 9.361 18.919
Si -25.74 -4.121 18.923
Si -23.038 -1.446 18.969
Si -20.405 1.33 18.905
Si -17.617 4.04 18.878
Si -20.436 6.605 18.962
Si -17.772 9.417 18.821
Si -20.456 -4.281 18.986
Si -17.705 -1.513 18.819
Si -32.543 -0.063 20.219
Si -29.865 2.647 20.367
Si -32.514 5.429 20.368
Si -29.779 8.03 20.169
Si -32.476 10.678 20.325
Si -29.851 -2.779 20.266
Si -27.143 -0.102 20.317
Si -24.436 2.569 20.217
Si -27.118 5.285 20.205
Si -24.579 8.075 20.24
Si -27.056 10.887 20.343
Si -24.355 -2.846 20.345
Si -21.736 -0.009 20.345
Si -18.957 2.672 20.216
Si -21.859 5.283 20.374
Si -19.033 7.986 20.24
Si -21.757 10.579 20.41
Si -19.068 -2.871 20.249
Si -30.942 -1.125 21.512
Si -28.698 1.071 21.661
Si -30.898 4.336 21.668
Si -28.611 6.504 21.477
Si -30.794 9.559 21.584
Si -28.718 -4.325 21.595
Si -25.537 -1.246 21.598
Si -23.383 1.072 21.695
Si -25.617 4.069 21.528
Si -23.592 6.444 21.569
Si -25.555 9.698 21.697
Si -23.257 -4.476 21.705
Si -20.132 -1.221 21.535
Si -17.876 0.96 21.453
Si -20.391 3.896 21.611
Si -17.337 7.054 21.562
Si -20.425 9.061 21.766
Si -17.454 -4.026 21.515
Si -18.72 -0.572 -6.512
Si -22.112 4.877 25.655
Si -23.729 -1.457 -7.207
Si -29.031 -6.906 -7.195
Si -27.174 8.057 23.864
Si -21.694 2.278 23.845
Si -25.626 -2.033 24.527
Si -17.818 3.509 25.737
Si -30.415 6.453 -3.243
Si -24.525 -5.734 -5.643
Si -23.093 -2.174 25.94
Si -17.483 -0.893 25.485
Si -27.024 2.488 23.92
Si -19.678 0.967 25.627
Si -16.509 2.88 23.282
Si -24.039 5.517 -5.3
Si -15.657 -1.631 -4.049
Si -12.761 -7.305 -4.538
Si -24.362 -3.194 -2.447
Si -26.023 -3.515 -6.931
Si -31.985 7.989 23.773
Si -25.368 3.417 -3.463
Si -31.273 5.003 24.499
Si -20.715 4.427 -2.988
Si -21.294 -3.102 23.781
Si -26.155 0.466 26.032
Si -22.199 7.597 23.921
Si -18.991 -5.271 23.768
Si -27.869 -0.093 -2.236
Si -18.194 -3.114 -4.745
Si -13.62 -2.414 -1.91
Si -22.246 6.99 -3.225
Si -14.718 -0.219 25.985
Si -9.193 7.481 -7.147
Si -28.563 -2.113 -6.751
Si -15.83 -0.077 -6.479
Si -28.727 7.152 -5.449
Si -33.84 -0.146 -2.385
Si -32.892 5.101 -2.236
Si -31.285 -6.943 -3.211
Si -18.442 5.136 23.419
Si -14.655 -5.484 24.157
Si -20.512 0.269 -4.287
Si -25.267 1.18 -7.133
Si -19.011 5.034 -5.282
Si -15.479 -7.296 -3.333
Si -25.818 -5.957 -3.162
Si -27.225 1.445 -4.693
Si -22.701 2.227 -3.171
Si -15.342 -2.354 24.23
Si -20.501 -6.795 -3.208
Si -18.95 -2.601 -1.978
Si -21.78 -4.795 -4.985
Si -22.396 -1.951 -4.581
Si -15.234 -1.324 0.334
Si -12.642 1.738 -0.119
Si -14.82 3.889 0.215
Si -11.891 6.402 -0.22
Si -15.291 9.653 -0.273
Si -12.162 12.021 -0.209
Si -9.285 -1.543 -0.031
Si -6.375 1.073 -0.133
Si -9.695 4.124 -0.176
Si -6.65 6.635 -0.382
Si -9.884 -6.509 -0.266
Si -7.034 -3.669 -0.156
Si -4.091 -1.077 -0.179
Si -1.328 1.575 0.367
Si -3.71 3.619 -0.271
Si -1.586 7.251 -0.035
Si -3.807 -6.888 -0.081
Si -1.043 -4.351 -0.002
Si -13.574 0.005 1.258
Si -10.926 2.693 1.205
Si -13.441 5.396 1.276
Si -10.866 8.113 1.058
Si -13.67 10.773 1.076
Si -10.927 -2.755 1.136
Si -8.032 -0.009 1.189
Si -5.31 2.665 1.187
Si -8.078 5.366 1.023
Si -5.462 8.164 1.039
Si -8.182 -5.403 0.999
Si -5.361 -2.621 1.14
Si -2.642 -0.036 1.36
Si 0.174 2.889 1.461
Si -2.733 5.463 1.001
Si 0.015 8.283 1.331
Si -2.636 -5.433 1.322
Si 0.099 -2.724 1.234
Si -14.941 1.243 2.706
Si -12.155 4.042 2.661
Si -14.916 6.755 2.491
Si -12.278 9.429 2.447
Si -14.941 12.104 2.581
Si -12.193 -1.374 2.542
Si -9.487 1.326 2.483
Si -6.736 4.053 2.458
Si -9.429 6.787 2.411
Si -6.812 -6.768 2.387
Si -9.537 12.201 2.478
Si -6.706 -1.333 2.595
Si -4 1.375 2.654
Si -1.345 4.264 2.577
Si -4.101 6.787 2.438
Si -1.314 -6.736 2.736
Si -4.053 -4.023 2.529
Si -1.269 -1.406 2.631
Si -16.357 -0.108 3.992
Si -13.58 2.68 3.97
Si -16.301 5.377 3.856
Si -13.604 8.114 3.878
Si -16.336 10.699 3.845
Si -13.583 -2.776 3.876
Si -10.82 -0.034 3.89
Si -8.131 2.715 3.835
Si -10.771 5.457 3.883
Si -8.126 8.175 3.804
Si -10.897 10.816 3.815
Si -8.142 -2.748 3.85
Si -5.394 0.029 3.979
Si -2.65 2.807 3.933
Si -5.424 5.443 3.851
Si -2.741 8.136 3.903
Si -5.449 -5.429 3.816
Si -2.688 -2.723 3.955
Si -15.013 -1.42 16.079
Si -12.27 1.332 16.071
Si -14.986 4.04 16.094
Si -12.269 6.819 16.097
Si -14.994 9.462 16.132
Si -12.298 -4.121 16.095
Si -9.573 -1.374 16.056
Si -6.83 1.405 16.068
Si -9.538 4.113 16.083
Si -6.858 6.833 16.183
Si -9.563 9.537 16.127
Si -6.83 -4.066 16.11
Si -4.081 -1.339 16.159
Si -1.377 1.388 16.16
Si -4.134 4.14 16.151
Si -1.454 6.809 16.19
Si -4.171 9.541 16.185
Si -1.436 -4.029 16.234
Si -13.658 -0.032 17.404
Si -10.867 2.7 17.381
Si -13.629 5.442 17.414
Si -10.925 8.181 17.49
Si -13.601 10.803 17.489
Si -10.976 -2.696 17.408
Si -8.183 -0.001 17.351
Si -5.511 2.779 17.454
Si -8.231 5.462 17.522
Si -5.53 8.205 17.581
Si -8.226 -5.377 17.465
Si -5.444 -2.732 17.469
Si -2.659 -0.018 17.515
Si -0.102 2.75 17.588
Si -2.811 5.477 17.577
Si -0.127 -8.184 17.576
Si -2.84 -5.402 17.548
Si -0.069 -2.674 17.616
Si -14.985 1.298 18.793
Si -12.216 4.085 18.685
Si -14.925 6.77 18.864
Si -12.235 9.506 18.928
Si -14.948 -4.157 18.818
Si -12.325 -1.352 18.789
Si -9.526 1.312 18.721
Si -6.912 4.052 18.877
Si -9.576 6.873 18.88
Si -6.873 9.67 18.889
Si -9.626 -4.003 18.775
Si -6.814 -1.32 18.7
Si -4.046 1.422 18.677
Si -1.474 4.097 18.951
Si -4.218 6.781 18.955
Si -1.564 -6.853 18.864
Si -4.122 -4.008 18.957
Si -1.35 -1.313 19.056
Si -16.321 -0.115 20.121
Si -13.567 2.716 20.002
Si -16.26 5.409 20.259
Si -13.539 8.093 20.298
Si -16.371 10.789 20.092
Si -13.596 -2.763 20.185
Si -10.963 0.071 20.069
Si -8.171 2.524 20.185
Si -10.893 5.393 20.139
Si -8.27 8.331 20.226
Si -10.913 -5.353 20.244
Si -8.297 -2.513 20.02
Si -5.316 -0.023 19.911
Si -2.868 2.72 20.225
Si -5.618 5.405 20.301
Si -2.946 -8.107 20.337
Si -5.597 -5.208 20.332
Si -2.711 -2.742 20.386
Si -15.231 -1.707 21.44
Si -12.035 1.663 21.376
Si -14.628 4.188 21.409
Si -12.446 6.412 21.593
Si -15.188 9.313 21.426
Si -11.946 -3.704 21.573
Si -9.787 -1.369 21.429
Si -6.51 1.276 21.364
Si -9.745 3.755 21.365
Si -6.757 7.114 21.482
Si -9.255 10.025 21.584
Si -7.212 -3.861 21.508
Si -3.897 -1.06 21.474
Si -1.767 1.254 21.694
Si -4.551 3.69 21.545
Si -1.459 6.925 21.628
Si -4.564 -6.872 21.614
Si -1.268 -4.212 21.578
Si -3.353 -3.192 25.944
Si -7.505 -1.576 25.878
Si -11.025 -2.62 -6.643
Si -5.272 7.471 24.957
Si -11.237 6.308 24.452
Si -7.125 -5.569 -7.123
Si -6.851 -6.55 25.423
Si -6.419 -8.105 -5.854
Si -17.79 0.081 -2.616
Si -7.018 -2.208 -4.891
Si -11.19 -0.106 -5.028
Si -3.408 0.71 -5.05
Si -8.419 5.507 23.635
Si -2.807 -5.737 -6.521
Si -1.487 1.365 24.682
Si -4.512 -4.044 -4.401
Si -3.395 -1.45 -6.859
Si 1.57 2.728 -4.083
Si -12.106 -4.475 24.651
Si -12.442 0.922 24.312
Si -11.383 3.549 25.772
Si -7.121 4.842 -4.327
Si -16.753 6.125 -3.468
Si -9.736 -0.299 24.395
Si -6.408 1.568 -6.761
Si -6.306 -1.283 23.153
Si -8.224 0.422 -4.498
Si -3.03 -5.389 23.886
Si -11.397 -0.275 -1.914
Si 2.479 -1.716 -2.914
Si -2.342 5.545 -3.946
Si -1.442 -1.421 -4.745
Si 0.34 -5.613 -6.463
Si 5.909 -5.095 -1.981
Si -9.639 -6.295 24.544
Si 0.747 -3.07 23.625
Si -9.66 6.637 -4.41
Si -17.926 -6.206 -4.695
Si -14.356 4.585 -4.473
Si -12.311 6.307 -3.195
Si -3.401 5.569 23.706
Si 2.335 -5.598 23.455
Si -3.28 2.85 -3.206
Si -3.436 7.516 -6.225
Si -6.66 -8.045 -2.743
Si 2.279 -4.105 -4.857
Si -10.143 -6.79 -3.275
Si -13.426 1.928 -6.012
Si -8.045 2.534 -2.385
Si -1.016 -1.479 25.447
Si -4.876 6.156 -2.598
Si -2.466 -2.762 -2.343
Si -5.653 -5.464 -2.154
Si -9.061 -4.449 -5.01
Si 1.37 -1.32 5.386
Si 4.124 1.453 5.45
Si 1.363 4.136 5.33
Si 4.085 6.845 5.4
Si 1.389 9.57 5.386
Si 4.085 -3.992 5.42
Si 6.813 -1.236 5.422
Si 9.523 1.494 5.412
Si 6.816 4.152 5.42
Si 9.508 6.877 5.465
Si 6.802 -6.772 5.478
Si 9.563 -3.954 5.51
Si 12.257 -1.231 5.442
Si 14.953 1.492 5.439
Si 12.236 4.163 5.442
Si 14.99 6.932 5.444
Si 12.25 -6.67 5.491
Si 14.921 -3.928 5.475
Si 17.677 -1.217 5.454
Si 20.409 1.503 5.449
Si 17.693 4.226 5.455
Si 20.395 6.944 5.491
Si 17.666 -6.683 5.442
Si 20.391 -3.971 5.451
Si 23.148 -1.243 5.493
Si 25.851 1.463 5.558
Si 23.151 4.214 5.507
Si 25.869 6.892 5.518
Si 23.155 -6.702 5.468
Si 25.875 -3.979 5.549
Si 28.612 -1.282 5.592
Si 31.337 1.381 5.637
Si 28.606 4.157 5.599
Si 31.363 6.845 5.661
Si 28.641 -6.707 5.591
Si 31.329 -4.039 5.6
Si 34.073 -1.328 5.657
Si 36.816 1.341 5.72
Si 34.075 4.104 5.714
Si 36.82 6.804 5.656
Si 34.092 -6.751 5.642
Si 36.822 12.225 5.614
Si 39.544 -1.403 5.645
Si 42.253 1.328 5.588
Si 39.567 4.071 5.651
Si 42.192 6.764 5.628
Si 39.506 9.51 5.667
Si 42.219 12.219 5.641
Si 44.92 -1.316 5.624
Si 47.592 1.342 5.603
Si 44.909 4.013 5.644
Si 47.609 6.752 5.663
Si 44.873 9.504 5.636
Si 47.591 12.23 5.663
Si 50.309 -1.387 5.662
Si -44.887 1.32 5.628
Si 50.332 4.04 5.63
Si -44.907 6.742 5.567
Si 50.352 9.471 5.644
Si -44.947 12.198 5.635
Si -42.217 -1.38 5.608
Si -39.51 1.392 5.52
Si -42.174 4.037 5.559
Si -39.48 6.749 5.498
Si -42.214 9.448 5.639
Si -39.505 12.233 5.591
Si -36.781 -1.354 5.495
Si -34.084 1.383 5.352
Si -36.809 4.086 5.399
Si -34.06 6.768 5.329
Si -36.78 9.484 5.461
Si -34.034 12.228 5.38
Si -31.338 -1.418 5.307
Si -28.633 1.311 5.157
Si -31.365 4.031 5.203
Si -28.622 6.721 5.166
Si -31.351 9.459 5.237
Si -28.589 12.155 5.201
Si -25.972 -1.405 5.176
Si -23.214 1.315 5.165
Si -25.923 4.011 5.114
Si -23.174 6.685 5.098
Si -25.907 9.413 5.146
Si -23.184 12.14 5.218
Si -20.505 -1.432 5.29
Si -17.714 1.294 5.29
Si -20.492 4.017 5.184
Si -17.692 6.701 5.227
Si -20.444 9.389 5.21
Si -17.688 12.091 5.24
Si -14.961 -1.468 5.279
Si -12.2 1.307 5.267
Si -14.967 4.044 5.269
Si -12.21 6.769 5.216
Si -14.973 9.431 5.259
Si -12.225 12.182 5.222
Si -9.483 -1.396 5.245
Si -6.802 1.38 5.267
Si -9.459 4.071 5.24
Si -6.784 6.815 5.202
Si -9.52 9.488 5.189
Si -6.794 12.224 5.223
Si -4.041 -1.346 5.307
Si -1.331 1.416 5.311
Si -4.071 4.118 5.267
Si -1.379 6.865 5.347
Si -4.103 -6.789 5.222
Si -1.347 -4.047 5.355
Si 2.734 0.053 6.74
Si 5.461 2.815 6.801
Si 2.704 5.489 6.73
Si 5.421 -8.12 6.8
Si 2.722 -5.373 6.755
Si 5.45 -2.622 6.765
Si 8.173 0.12 6.781
Si 10.876 2.822 6.81
Si 8.145 5.52 6.806
Si 10.871 -8.057 6.805
Si 8.163 -5.355 6.798
Si 10.909 -2.58 6.84
Si 13.61 0.122 6.811
Si 16.313 2.86 6.797
Si 13.597 5.561 6.777
Si 16.328 -8.039 6.828
Si 13.589 -5.299 6.848
Si 16.316 -2.584 6.818
Si 19.042 0.142 6.813
Si 21.768 2.845 6.838
Si 19.047 5.565 6.838
Si 21.772 -8.03 6.845
Si 19.024 -5.319 6.815
Si 21.763 -2.615 6.822
Si 24.483 0.105 6.893
Si 27.227 2.799 6.932
Si 24.504 5.552 6.891
Si 27.233 -8.076 6.897
Si 24.491 -5.346 6.867
Si 27.232 -2.636 6.927
Si 29.965 0.044 6.982
Si 32.678 2.747 7.016
Si 29.957 5.504 6.979
Si 32.728 -8.112 6.998
Si 29.977 -5.372 6.978
Si 32.693 -2.691 6.978
Si 35.425 0.001 7.046
Si 38.181 2.733 7.021
Si 35.458 5.461 7.032
Si 38.14 8.174 7.031
Si 35.451 10.907 7.003
Si 38.157 -2.736 6.999
Si 40.892 -0.015 6.98
Si 43.57 2.665 7.012
Si 40.867 5.435 7.037
Si 43.543 8.128 6.997
Si 40.868 10.868 7.016
Si 43.574 -2.715 6.979
Si 46.261 0.009 7.014
Si 48.964 2.681 6.977
Si 46.257 5.387 7.005
Si 48.971 8.127 6.995
Si 46.236 10.859 7.001
Si 48.967 -2.755 7.019
Si -46.244 -0.027 6.996
Si -43.521 2.692 6.948
Si -46.231 5.399 6.974
Si -43.569 8.09 6.968
Si -46.249 10.834 7.018
Si -43.559 -2.756 6.961
Si -40.818 -0.011 6.903
Si -38.117 2.736 6.834
Si -40.8 5.389 6.896
Si -38.115 8.12 6.838
Si -40.832 10.835 6.939
Si -38.101 -2.731 6.881
Si -35.386 0.012 6.779
Si -32.672 2.706 6.667
Si -35.398 5.415 6.731
Si -32.67 8.117 6.665
Si -35.378 10.851 6.761
Si -32.651 -2.764 6.723
Si -29.95 -0.036 6.603
Si -27.26 2.662 6.527
Si -29.971 5.374 6.565
Si -27.254 8.071 6.543
Si -29.964 10.817 6.588
Si -27.256 -2.795 6.582
Si -24.566 -0.063 6.532
Si -21.845 2.655 6.553
Si -24.533 5.345 6.498
Si -21.829 8.029 6.533
Si -24.552 10.769 6.549
Si -21.848 -2.819 6.611
Si -19.101 -0.074 6.615
Si -16.343 2.673 6.614
Si -19.095 5.352 6.56
Si -16.347 8.072 6.6
Si -19.088 10.762 6.583
Si -16.341 -2.838 6.603
Si -13.596 -0.061 6.601
Si -10.848 2.702 6.595
Si -13.585 5.412 6.59
Si -10.874 8.143 6.581
Si -13.612 10.833 6.583
Si -10.874 -2.759 6.585
Si -8.153 -0.008 6.613
Si -5.436 2.747 6.62
Si -8.126 5.45 6.594
Si -5.448 8.173 6.599
Si -8.169 10.862 6.569
Si -5.438 -2.728 6.609
Si -2.703 0.042 6.66
Si 0.017 2.766 6.693
Si -2.729 5.468 6.665
Si -0.012 8.218 6.709
Si -2.74 -5.442 6.634
Si -0.01 -2.674 6.724
Si 1.364 1.418 8.078
Si 4.066 4.162 8.122
Si 1.34 6.856 8.076
Si 4.068 -6.73 8.127
Si 1.339 -4.029 8.092
Si 4.077 -1.287 8.124
Si 6.81 1.456 8.153
Si 9.518 4.183 8.165
Si 6.779 6.865 8.166
Si 9.51 -6.704 8.17
Si 6.794 -3.986 8.138
Si 9.514 -1.234 8.167
Si 12.229 1.463 8.172
Si 14.942 4.207 8.159
Si 12.24 6.914 8.154
Si 14.96 -6.671 8.18
Si 12.233 -3.952 8.209
Si 14.959 -1.23 8.186
Si 17.67 1.498 8.167
Si 20.402 4.204 8.197
Si 17.676 6.92 8.192
Si 20.394 -6.668 8.19
Si 17.668 -3.955 8.179
Si 20.395 -1.239 8.171
Si 23.112 1.479 8.219
Si 25.858 4.183 8.259
Si 23.118 6.92 8.22
Si 25.854 -6.707 8.236
Si 23.121 -3.97 8.203
Si 25.856 -1.256 8.251
Si 28.589 1.434 8.296
Si 31.309 4.129 8.34
Si 28.583 6.888 8.29
Si 31.345 -6.74 8.327
Si 28.59 -4 8.295
Si 31.329 -1.321 8.33
Si 34.054 1.39 8.365
Si 36.81 4.093 8.378
Si 34.074 6.836 8.358
Si 36.779 9.537 8.378
Si 34.069 -4.044 8.336
Si 36.794 -1.373 8.368
Si 39.526 1.344 8.356
Si 42.223 4.053 8.37
Si 39.501 6.804 8.379
Si 42.209 9.497 8.372
Si 39.503 -4.09 8.371
Si 42.223 -1.371 8.362
Si 44.916 1.339 8.398
Si 47.621 4.037 8.358
Si 44.91 6.769 8.355
Si 47.612 9.494 8.347
Si 44.907 -4.085 8.359
Si 47.62 -1.373 8.36
Si -47.593 1.334 8.348
Si -44.87 4.041 8.321
Si -47.587 6.761 8.339
Si -44.879 9.471 8.344
Si -47.603 -4.124 8.367
Si -44.892 -1.402 8.337
Si -42.161 1.325 8.289
Si -39.443 4.047 8.249
Si -42.163 6.735 8.273
Si -39.445 9.464 8.241
Si -42.178 -4.119 8.295
Si -39.449 -1.38 8.243
Si -36.741 1.346 8.157
Si -34.018 4.044 8.066
Si -36.725 6.754 8.15
Si -34 9.469 8.078
Si -36.717 -4.128 8.168
Si -34.006 -1.393 8.087
Si -31.297 1.318 7.997
Si -28.597 4.015 7.93
Si -31.294 6.733 7.987
Si -28.591 9.441 7.936
Si -31.279 -4.154 8.025
Si -28.598 -1.426 7.961
Si -25.899 1.303 7.914
Si -23.19 4.011 7.919
Si -25.873 6.713 7.896
Si -23.17 9.414 7.907
Si -25.878 -4.162 7.929
Si -23.208 -1.426 7.927
Si -20.472 1.302 7.936
Si -17.732 4.015 7.951
Si -20.454 6.709 7.926
Si -17.719 9.428 7.955
Si -20.446 -4.175 7.937
Si -17.718 -1.452 7.939
Si -14.975 1.301 7.951
Si -12.237 4.045 7.949
Si -14.97 6.741 7.958
Si -12.249 9.485 7.945
Si -14.974 -4.158 7.971
Si -12.241 -1.411 7.96
Si -9.516 1.344 7.973
Si -6.79 4.1 7.982
Si -9.521 6.786 7.945
Si -6.817 9.522 7.956
Si -9.519 -4.106 7.951
Si -6.794 -1.364 7.973
Si -4.087 1.391 7.998
Si -1.365 4.12 8.035
Si -4.097 6.833 7.997
Si -1.387 -6.758 8.046
Si -4.091 -4.072 7.991
Si -1.367 -1.305 8.054
Si -0.008 0.05 9.417
Si 2.705 2.784 9.456
Si -0.022 5.486 9.418
Si 2.689 -8.1 9.455
Si -0.033 -5.401 9.421
Si 2.698 -2.661 9.449
Si 5.431 0.086 9.482
Si 8.15 2.825 9.518
Si 5.41 5.513 9.507
Si 8.136 -8.071 9.508
Si 5.422 -5.357 9.482
Si 8.144 -2.616 9.505
Si 10.862 0.118 9.54
Si 13.584 2.844 9.52
Si 10.872 5.557 9.512
Si 13.582 -8.034 9.523
Si 10.857 -5.33 9.535
Si 13.594 -2.587 9.553
Si 16.313 0.14 9.539
Si 19.02 2.852 9.542
Si 16.293 5.564 9.534
Si 19.031 -8.035 9.548
Si 16.308 -5.311 9.546
Si 19.031 -2.591 9.538
Si 21.743 0.115 9.556
Si 24.476 2.827 9.594
Si 21.75 5.562 9.571
Si 24.481 -8.052 9.593
Si 21.751 -5.316 9.563
Si 24.481 -2.621 9.581
Si 27.214 0.084 9.633
Si 29.94 2.777 9.681
Si 27.214 5.528 9.638
Si 29.957 -8.093 9.657
Si 27.212 -5.362 9.618
Si 29.95 -2.66 9.673
Si 32.68 0.034 9.704
Si 35.42 2.744 9.715
Si 32.684 5.483 9.691
Si 35.416 8.189 9.732
Si 32.7 -5.391 9.693
Si 35.417 -2.705 9.724
Si 38.149 -0.001 9.716
Si 40.86 2.706 9.735
Si 38.146 5.455 9.743
Si 40.852 8.156 9.744
Si 38.138 -5.431 9.737
Si 40.856 -2.723 9.724
Si 43.563 -0.024 9.747
Si 46.276 2.698 9.743
Si 43.568 5.417 9.734
Si 46.268 8.129 9.712
Si 43.565 -5.455 9.723
Si 46.274 -2.741 9.722
Si -48.933 -0.028 9.72
Si -46.219 2.686 9.691
Si -48.937 5.403 9.704
Si -46.233 8.117 9.699
Si -48.951 -5.482 9.72
Si -46.23 -2.764 9.705
Si -43.506 -0.039 9.659
Si -40.783 2.679 9.62
Si -43.498 5.39 9.664
Si -40.795 8.104 9.611
Si -43.507 -5.485 9.673
Si -40.789 -2.756 9.612
Si -38.06 -0.027 9.557
Si -35.345 2.688 9.476
Si -38.059 5.407 9.557
Si -35.345 8.117 9.474
Si -38.058 -5.49 9.554
Si -35.336 -2.761 9.486
Si -32.622 -0.041 9.411
Si -29.922 2.666 9.346
Si -32.633 5.392 9.4
Si -29.922 8.089 9.342
Si -32.624 -5.498 9.42
Si -29.92 -2.783 9.366
Si -27.223 -0.067 9.311
Si -24.53 2.644 9.295
Si -27.219 5.364 9.294
Si -24.517 8.063 9.287
Si -27.226 -5.523 9.305
Si -24.524 -2.804 9.305
Si -21.822 -0.078 9.289
Si -19.095 2.648 9.303
Si -21.811 5.352 9.293
Si -19.091 8.07 9.299
Si -21.807 -5.543 9.285
Si -19.086 -2.807 9.299
Si -16.358 -0.069 9.291
Si -13.616 2.679 9.299
Si -16.355 5.379 9.3
Si -13.619 8.122 9.306
Si -16.359 -5.517 9.31
Si -13.622 -2.766 9.311
Si -10.892 -0.025 9.316
Si -8.162 2.724 9.323
Si -10.889 5.423 9.305
Si -8.177 8.158 9.311
Si -10.897 -5.463 9.303
Si -8.17 -2.73 9.317
Si -5.448 0.011 9.341
Si -2.733 2.751 9.373
Si -5.448 5.462 9.352
Si -2.746 8.184 9.382
Si -5.464 -5.434 9.333
Si -2.742 -2.697 9.366
Si 1.338 -1.302 10.795
Si 4.065 1.443 10.83
Si 1.335 4.144 10.8
Si 4.042 -9.442 10.839
Si 1.315 -6.751 10.803
Si 4.038 -4.011 10.827
Si 6.773 -1.263 10.86
Si 9.493 1.476 10.89
Si 6.775 4.171 10.872
Si 9.494 -9.421 10.871
Si 6.769 -6.711 10.857
Si 9.49 -3.971 10.883
Si 12.217 -1.237 10.905
Si 14.942 1.498 10.894
Si 12.222 4.203 10.879
Si 14.93 -9.393 10.89
Si 12.213 -6.689 10.894
Si 14.94 -3.958 10.908
Si 17.666 -1.229 10.898
Si 20.373 1.484 10.9
Si 17.65 4.21 10.899
Si 20.378 -9.395 10.922
Si 17.659 -6.68 10.904
Si 20.387 -3.948 10.912
Si 23.112 -1.244 10.916
Si 25.843 1.466 10.958
Si 23.104 4.198 10.933
Si 25.836 -9.415 10.964
Si 23.11 -6.677 10.933
Si 25.843 -3.982 10.949
Si 28.577 -1.28 10.997
Si 31.304 1.409 11.038
Si 28.573 4.161 11.007
Si 31.314 -9.458 11.025
Si 28.583 -6.715 10.982
Si 31.324 -4.019 11.026
Si 34.045 -1.328 11.059
Si 36.776 1.368 11.063
Si 34.044 4.117 11.05
Si 36.774 6.821 11.085
Si 34.049 9.565 11.065
Si 36.773 -4.066 11.089
Si 39.496 -1.363 11.087
Si 42.207 1.344 11.103
Si 39.499 4.079 11.088
Si 42.213 6.787 11.092
Si 39.49 9.522 11.095
Si 42.207 -4.095 11.081
Si 44.924 -1.389 11.093
Si 47.64 1.333 11.086
Si 44.924 4.063 11.103
Si 47.631 6.767 11.069
Si 44.925 9.499 11.077
Si 47.633 -4.109 11.078
Si -47.57 -1.398 11.069
Si -44.849 1.316 11.032
Si -47.569 4.047 11.054
Si -44.85 6.756 11.025
Si -47.581 9.478 11.064
Si -44.86 -4.131 11.039
Si -42.136 -1.408 10.992
Si -39.411 1.306 10.943
Si -42.129 4.025 11
Si -39.415 6.744 10.942
Si -42.132 9.463 10.995
Si -39.412 -4.137 10.93
Si -36.685 -1.414 10.874
Si -33.975 1.302 10.801
Si -36.689 4.026 10.873
Si -33.976 6.737 10.798
Si -36.686 9.457 10.881
Si -33.965 -4.142 10.816
Si -31.262 -1.425 10.753
Si -28.562 1.291 10.702
Si -31.264 4.016 10.74
Si -28.553 6.723 10.694
Si -31.254 9.445 10.747
Si -28.55 -4.159 10.704
Si -25.859 -1.432 10.676
Si -23.161 1.285 10.665
Si -25.865 4.007 10.677
Si -23.153 6.716 10.668
Si -25.857 9.434 10.665
Si -23.148 -4.167 10.657
Si -20.449 -1.439 10.651
Si -17.725 1.287 10.656
Si -20.448 4.002 10.67
Si -17.719 6.728 10.666
Si -20.44 9.436 10.664
Si -17.724 -4.156 10.668
Si -14.999 -1.415 10.664
Si -12.267 1.327 10.67
Si -14.99 4.026 10.66
Si -12.262 6.769 10.669
Si -14.993 9.46 10.672
Si -12.263 -4.116 10.669
Si -9.531 -1.373 10.679
Si -6.809 1.374 10.695
Si -9.535 4.076 10.675
Si -6.824 6.816 10.689
Si -9.545 9.506 10.67
Si -6.82 -4.078 10.695
Si -4.1 -1.34 10.721
Si -1.381 1.405 10.753
Si -4.091 4.113 10.724
Si -1.391 6.841 10.767
Si -4.113 9.546 10.72
Si -1.394 -4.038 10.756
Si 2.694 0.068 12.156
Si 5.405 2.808 12.213
Si 2.68 5.508 12.184
Si 5.397 -8.079 12.201
Si 2.668 -5.384 12.17
Si 5.381 -2.631 12.183
Si 8.115 0.114 12.232
Si 10.841 2.862 12.233
Si 8.126 5.545 12.231
Si 10.838 -8.058 12.238
Si 8.119 -5.345 12.222
Si 10.845 -2.605 12.25
Si 13.567 0.149 12.25
Si 16.289 2.862 12.269
Si 13.567 5.569 12.249
Si 16.278 -8.033 12.259
Si 13.566 -5.323 12.258
Si 16.295 -2.583 12.255
Si 19.014 0.138 12.266
Si 21.719 2.845 12.27
Si 18.992 5.573 12.27
Si 21.74 -8.036 12.282
Si 19.018 -5.315 12.256
Si 21.747 -2.586 12.277
Si 24.469 0.107 12.289
Si 27.201 2.8 12.347
Si 24.46 5.547 12.306
Si 27.206 -8.062 12.323
Si 24.467 -5.318 12.304
Si 27.204 -2.641 12.329
Si 29.932 0.057 12.385
Si 32.672 2.762 12.397
Si 29.938 5.512 12.37
Si 32.675 -8.111 12.401
Si 29.948 -5.375 12.357
Si 32.674 -2.674 12.412
Si 35.407 0.02 12.421
Si 38.12 2.728 12.432
Si 35.398 5.465 12.423
Si 38.121 8.178 12.455
Si 35.399 10.913 12.446
Si 38.136 -2.716 12.452
Si 40.844 -0.011 12.461
Si 43.565 2.702 12.461
Si 40.85 5.438 12.452
Si 43.571 8.15 12.45
Si 40.855 10.873 12.451
Si 43.567 -2.75 12.446
Si 46.289 -0.031 12.441
Si 49.008 2.694 12.431
Si 46.286 5.422 12.456
Si 48.992 8.121 12.429
Si 46.292 10.844 12.44
Si 49.005 -2.763 12.434
Si -46.188 -0.045 12.409
Si -43.473 2.669 12.375
Si -46.199 5.405 12.395
Si -43.485 8.112 12.371
Si -46.206 10.831 12.411
Si -43.479 -2.77 12.365
Si -40.756 -0.051 12.322
Si -38.029 2.665 12.26
Si -40.751 5.383 12.33
Si -38.037 8.102 12.268
Si -40.75 10.824 12.319
Si -38.029 -2.78 12.254
Si -35.307 -0.055 12.205
Si -32.599 2.656 12.134
Si -35.314 5.383 12.198
Si -32.601 8.092 12.131
Si -35.305 10.817 12.211
Si -32.595 -2.778 12.154
Si -29.891 -0.069 12.1
Si -27.2 2.645 12.066
Si -29.894 5.37 12.091
Si -27.188 8.077 12.059
Si -29.886 10.806 12.097
Si -27.184 -2.8 12.058
Si -24.492 -0.084 12.046
Si -21.793 2.63 12.04
Si -24.493 5.352 12.048
Si -21.786 8.074 12.034
Si -24.493 10.791 12.032
Si -21.784 -2.812 12.03
Si -19.088 -0.078 12.018
Si -16.358 2.658 12.011
Si -19.079 5.363 12.026
Si -16.361 8.096 12.027
Si -19.079 10.798 12.035
Si -16.368 -2.78 12.021
Si -13.643 -0.042 12.017
Si -10.909 2.711 12.016
Si -13.638 5.405 12.018
Si -10.91 8.146 12.025
Si -13.639 10.842 12.018
Si -10.904 -2.744 12.02
Si -8.175 0.004 12.038
Si -5.457 2.744 12.062
Si -8.187 5.453 12.036
Si -5.478 8.178 12.06
Si -8.191 10.869 12.033
Si -5.466 -2.712 12.063
Si -2.743 0.027 12.087
Si -0.036 2.767 12.127
Si -2.752 5.471 12.112
Si -0.047 8.201 12.153
Si -2.76 -5.414 12.092
Si -0.034 -2.681 12.123
Si 1.331 1.426 13.495
Si 4.043 4.17 13.564
Si 1.303 6.851 13.537
Si 4.011 -6.74 13.546
Si 1.298 -4.03 13.52
Si 4.029 -1.274 13.55
Si 6.754 1.473 13.599
Si 9.482 4.206 13.611
Si 6.753 -9.422 13.579
Si 9.465 -6.71 13.594
Si 6.721 -3.99 13.542
Si 9.473 -1.237 13.592
Si 12.198 1.523 13.593
Si 14.931 4.237 13.626
Si 12.181 -9.418 13.61
Si 14.905 -6.692 13.629
Si 12.198 -3.968 13.616
Si 14.928 -1.211 13.602
Si 17.651 1.501 13.626
Si 20.343 4.205 13.625
Si 17.622 -9.389 13.633
Si 20.371 -6.668 13.628
Si 17.645 -3.96 13.603
Si 20.383 -1.213 13.622
Si 23.09 1.483 13.612
Si 25.826 4.185 13.664
Si 23.088 -9.404 13.647
Si 25.839 -6.68 13.654
Si 23.112 -3.932 13.65
Si 25.828 -1.26 13.65
Si 28.553 1.425 13.719
Si 31.304 4.145 13.728
Si 28.566 -9.418 13.691
Si 31.311 -6.726 13.729
Si 28.584 -3.997 13.687
Si 31.298 -1.305 13.75
Si 34.033 1.392 13.756
Si 36.748 4.092 13.781
Si 34.04 -9.474 13.763
Si 36.753 9.546 13.809
Si 34.033 -4.028 13.787
Si 36.76 -1.347 13.789
Si 39.469 1.366 13.797
Si 42.206 4.076 13.812
Si 39.486 6.811 13.799
Si 42.213 9.513 13.813
Si 39.497 -4.091 13.811
Si 42.205 -1.393 13.805
Si 44.932 1.326 13.799
Si 47.66 4.059 13.8
Si 44.934 6.799 13.814
Si 47.652 9.484 13.805
Si 44.934 -4.117 13.791
Si 47.654 -1.396 13.789
Si 50.383 1.325 13.765
Si -44.827 4.042 13.727
Si 50.372 6.764 13.765
Si -44.836 9.465 13.751
Si 50.371 -4.131 13.787
Si -44.817 -1.419 13.75
Si -42.099 1.298 13.712
Si -39.38 3.997 13.651
Si -42.111 6.739 13.696
Si -39.383 9.451 13.655
Si -42.11 -4.147 13.691
Si -39.381 -1.435 13.633
Si -36.659 1.294 13.589
Si -33.945 4.004 13.52
Si -36.671 6.715 13.59
Si -33.935 9.43 13.536
Si -36.66 -4.151 13.592
Si -33.941 -1.428 13.547
Si -31.244 1.281 13.483
Si -28.543 3.999 13.454
Si -31.241 6.726 13.474
Si -28.522 9.437 13.449
Si -31.221 -4.151 13.485
Si -28.516 -1.44 13.44
Si -25.832 1.282 13.422
Si -23.132 3.99 13.418
Si -25.829 6.717 13.428
Si -23.132 9.438 13.401
Si -25.823 -4.163 13.418
Si -23.126 -1.45 13.407
Si -20.436 1.265 13.408
Si -17.717 4.006 13.384
Si -20.422 6.721 13.403
Si -17.718 9.441 13.402
Si -20.428 -4.165 13.412
Si -17.728 -1.427 13.39
Si -15.004 1.311 13.383
Si -12.271 4.063 13.381
Si -15.002 6.748 13.393
Si -12.277 9.5 13.381
Si -15.014 -4.14 13.382
Si -12.283 -1.401 13.37
Si -9.548 1.366 13.377
Si -6.816 4.12 13.401
Si -9.55 6.805 13.395
Si -6.85 9.518 13.414
Si -9.548 -4.094 13.385
Si -6.817 -1.343 13.412
Si -4.102 1.39 13.432
Si -1.399 4.112 13.484
Si -4.126 6.843 13.443
Si -1.42 9.565 13.491
Si -4.12 -4.065 13.444
Si -1.392 -1.322 13.466
Si -0.022 0.039 14.819
Si 2.653 2.803 14.883
Si -0.058 5.462 14.872
Si 2.647 8.221 14.91
Si -0.077 -5.394 14.874
Si 2.652 -2.655 14.877
Si 5.363 0.109 14.927
Si 8.11 2.857 14.964
Si 5.396 5.539 14.94
Si 8.097 -8.07 14.964
Si 5.371 -5.373 14.892
Si 8.058 -2.61 14.889
Si 10.819 0.175 14.934
Si 13.527 2.908 14.962
Si 10.818 5.568 15.003
Si 13.527 -8.069 14.976
Si 10.83 -5.36 14.951
Si 13.558 -2.569 14.946
Si 16.267 0.161 14.975
Si 18.994 2.857 15.011
Si 16.273 5.584 15.029
Si 18.988 -8.024 14.974
Si 16.276 -5.317 14.962
Si 19.001 -2.58 14.939
Si 21.744 0.149 14.992
Si 24.434 2.83 14.984
Si 21.688 5.567 14.985
Si 24.465 -8.039 14.984
Si 21.727 -5.287 14.974
Si 24.465 -2.57 15.034
Si 27.174 0.053 15.055
Si 29.933 2.781 15.063
Si 27.182 5.55 15.02
Si 29.933 -8.072 15.062
Si 27.204 -5.332 15.026
Si 29.933 -2.671 15.092
Si 32.67 0.041 15.113
Si 35.385 2.731 15.139
Si 32.671 5.491 15.101
Si 35.376 -8.121 15.159
Si 32.653 -5.379 15.127
Si 35.402 -2.689 15.164
Si 38.109 0.008 15.156
Si 40.822 2.726 15.155
Si 38.101 5.46 15.132
Si 40.836 8.17 15.172
Si 38.125 10.887 15.175
Si 40.864 -2.756 15.182
Si 43.581 -0.049 15.152
Si 46.302 2.683 15.142
Si 43.561 5.45 15.163
Si 46.298 8.144 15.191
Si 43.593 10.856 15.171
Si 46.303 -2.769 15.14
Si 49.04 -0.043 15.124
Si 51.747 2.698 15.102
Si 49.03 5.427 15.15
Si 51.732 8.111 15.129
Si 49.033 10.822 15.165
Si 51.762 -2.784 15.125
Si -43.442 -0.061 15.091
Si -40.719 2.653 15.052
Si -43.462 5.391 15.079
Si -40.74 8.092 15.033
Si -43.452 10.82 15.081
Si -40.729 -2.788 15.012
Si -38.009 -0.072 14.959
Si -35.279 2.655 14.917
Si -38.001 5.342 14.983
Si -35.286 8.062 14.916
Si -37.995 10.803 14.982
Si -35.289 -2.786 14.928
Si -32.574 -0.064 14.894
Si -29.887 2.636 14.838
Si -32.581 5.364 14.855
Si -29.878 8.082 14.823
Si -32.555 10.797 14.86
Si -29.843 -2.792 14.832
Si -27.157 -0.088 14.804
Si -24.473 2.625 14.799
Si -27.173 5.356 14.807
Si -24.455 8.071 14.787
Si -27.155 10.799 14.805
Si -24.455 -2.818 14.788
Si -21.773 -0.108 14.795
Si -19.062 2.633 14.752
Si -21.76 5.349 14.773
Si -19.065 8.076 14.778
Si -21.781 10.786 14.784
Si -19.068 -2.796 14.772
Si -16.375 -0.051 14.744
Si -13.634 2.689 14.723
Si -16.37 5.379 14.749
Si -13.643 8.138 14.732
Si -16.359 10.808 14.76
Si -13.651 -2.773 14.724
Si -10.921 -0.016 14.701
Si -8.189 2.754 14.718
Si -10.92 5.448 14.736
Si -8.208 8.162 14.782
Si -10.917 10.866 14.739
Si -8.186 -2.725 14.734
Si -5.447 0.017 14.779
Si -2.769 2.748 14.824
Si -5.49 5.494 14.795
Si -2.789 8.194 14.833
Si -5.495 -5.445 14.771
Si -2.753 -2.703 14.801
O 1.521 -1.702 23.24
O 13.473 -2.265 -6.281
O 2.755 0.17 22.088
O 4.478 1.994 22.806
O 2.553 5.517 21.957
O -3.111 5.116 25.209
O 6.608 5.165 -4.147
O -2.322 -0.15 -4.259
O 9.419 0.66 -6.134
O 4.576 -3.437 22.813
O 2.891 -5.202 21.991
O 14.431 0.065 22.433
O 10.801 5.84 -3.492
O 9.758 1.683 22.97
O 9.769 7.405 23.449
O 7.293 -5.549 22.594
O 9.007 -3.919 23.194
O 10.688 -2.582 21.931
O 14.844 -2.626 22.33
O 12.583 -1.456 23.077
O 11.928 -7.048 -4.545
O 15.008 -1.485 24.52
O 5.081 8.163 25.393
O 14.488 7.42 23.279
O 16.326 -7.908 21.923
O 17.375 7.175 -5.687
O 6.101 -0.278 -3.335
O 3.808 4.034 24.33
O 3.33 -3.486 -5.919
O 5.107 -4.107 -1.009
O 17.39 -0.079 -3.656
O 11.184 1.588 25.098
O 11.857 3.53 23.562
O 12.613 -4.549 -5.3
O 10.1 -4.242 -1.074
O 13.818 1.964 24.413
O 8.258 -8.018 -0.308
O 10.978 -4.669 24.894
O 16.382 -7.272 -3.639
O 3.69 7.342 23.28
O -0.722 6.852 -1.334
O 18.441 0.028 25.644
O 1.505 -1.406 -1.645
O 15.395 2.002 -4.254
O 8.162 3.009 -3.646
O 4.847 -5.68 -3.017
O 18.883 6.078 -3.722
O 5.607 -7.423 22.881
O -19.233 -2.824 -3.54
O 3.95 2.946 -5.976
O -29.911 4.687 25.258
O 0.856 -4.354 -5.58
O 8.012 0.106 21.94
O 7.553 4.644 -6.511
O -47.841 -2.544 -3.318
O -33.25 1.057 23.204
O 11.287 -7.284 25.143
O 20.926 -5.158 -3.545
O 8.146 -2.642 -0.313
O 11.435 2.254 -6.188
O 8.979 -3.922 -4.652
O -24.395 -5.564 22.197
O 11.23 -6.653 -1.09
O 10.921 0.083 -0.483
O -44.983 0.293 25.496
O -1.035 -0.18 24.492
O -19.482 -6.306 22.655
O -13.171 -5.688 24.783
O 14.118 -5.961 -3.632
O 17.882 -5.184 -3.351
O 14.3 1.54 -6.64
O -45.453 6.99 -1.219
O 2.971 -2.801 -0.171
O 4.464 0.926 -1.482
O 2.716 2.832 -0.609
O 0.849 4.752 -1.299
O -24.565 5.214 22.014
O 16.289 1.378 25.237
O -28.814 1.133 -1.788
O 1.739 -7.178 -1.48
O -7.207 4.524 -5.918
O -0.786 5.479 -3.459
O -18.297 -4.68 -5.1
O -0.383 -2.78 24.73
O 2.448 4.786 -7.051
O -15.068 3.286 22.708
O 6.722 3.933 -1.729
O 6.487 -6.355 -1.172
O 5.377 5.644 -0.45
O 3.539 7.304 -1.182
O 15.503 -6.024 -5.846
O -47.86 8.194 -5.772
O 44.989 -6.969 -4.824
O 6.109 -1.023 -0.903
O 9.13 1.666 -1.505
O 14.482 -3.493 -1.396
O 15.128 -1.163 -2.43
O 13.566 2.94 -0.377
O 10.095 6.668 -1.166
O 12.058 4.894 -1.288
O 13.432 -8.09 -0.448
O 36.956 -7.921 -2.692
O -24.475 -0.085 22.033
O 28.08 -3.939 -5.824
O 16.23 -5.196 -0.415
O 0.104 -5.403 -0.515
O 17.258 -1.938 23.142
O 30.166 -5.447 25.187
O 18.83 0.033 22.225
O 20.11 2.028 23.189
O 17.991 3.717 23.136
O -31.694 -1.649 22.846
O 18.964 5.644 21.802
O 26.878 5.184 25.803
O 20.367 -4.492 23.085
O 24.376 6.932 25.946
O -4.047 3.472 -1.901
O 21.786 -2.544 22.19
O 23.47 -0.685 23.022
O 35.576 0.298 -5.788
O 30.609 4.648 -3.093
O 27.624 0.147 25.607
O 23.672 1.17 24.886
O 22.258 3.226 25.444
O 26.864 7.934 22.235
O 22.764 -7.214 23.005
O 24.361 -5.299 22.212
O 28.374 -4.186 23.734
O 31.3 -4.431 23.257
O 27.982 -1.683 22.995
O 26.552 2.1 -5.225
O 29.797 0.123 22.269
O 31.238 2.235 22.917
O 39.499 6.301 23.924
O 28.76 4.933 22.788
O 32.588 -8.101 22.314
O 28.686 -6.73 23.282
O 29.99 -6.887 -1.158
O 30.891 6.428 23.195
O 34.585 -6.483 -3.791
O 23.092 -0.916 -1.247
O 22.155 5.883 25.051
O 18.668 2.63 25.378
O 20.243 -4.713 -1.075
O 34.521 -4.075 -4.854
O 27.183 2.887 22.222
O -4.622 6.641 23.739
O -43.535 2.12 -4.745
O 29.316 -1.487 -1.187
O 25.302 -0.199 -3.753
O 29.485 7.06 -3.135
O 25.47 1.066 23.012
O 40.057 1.547 -3.05
O 24.667 -8.049 -0.125
O -0.001 -3.417 22.235
O 24.615 -6.947 24.871
O 23.414 -1.941 -3.744
O 34 -4.473 -2.315
O 30.06 2.86 -0.149
O -11.678 4.804 24.811
O 24.912 -1.78 -5.861
O 42.587 -6.988 -5.919
O -9.636 -7.083 -1.769
O 19.889 7.599 23.195
O 15.302 3.973 -2.466
O 28.426 -3.853 -1.624
O 34.738 -6.735 -1.07
O 32.673 -5.884 25.065
O 41.961 6.021 23.195
O 17.442 -0.974 -1.282
O 31.909 -3.391 25.644
O 47.057 -1.024 -5.589
O 26.062 4.273 -1.187
O 17.377 4.904 -1.215
O 32.434 -6.658 -2.201
O -38.682 7.076 22.892
O 23.14 -6.291 -1.254
O 20.202 -6.6 24.65
O 22.374 -5.328 24.765
O 19.491 3.644 -6.536
O 27.192 -2.458 25.342
O 23.165 -7.955 -3.329
O 17.365 4.605 -5.325
O -1.241 -5.35 -6.609
O 26.73 7.833 25.575
O 37.634 -5.482 -3.132
O 24.532 -2.609 -0.065
O 25.313 -0.826 24.831
O 24.855 3.405 25.803
O 25.884 -4.315 -1.325
O 41.193 6.266 -3.605
O 27.328 0.119 -0.318
O 29.699 1.93 25.671
O -24.202 2.32 -3.764
O 31.419 3.352 -5.268
O 41.07 1.719 -6.161
O 28.529 4.857 -0.963
O 30.315 4.386 24.761
O 33.807 -0.878 -1.006
O 32.199 2.72 25.248
O 29.413 -2.706 -3.728
O 39.649 -0.985 23.361
O 32.954 4.524 -6.986
O -14.837 1.171 -6.276
O 19.085 -2.607 -0.16
O 21.184 1.248 -1.011
O 19.132 2.939 -0.407
O -31.564 5.335 -3.111
O 15.122 6.325 -1.191
O 28.847 3.165 -4.386
O 21.063 7.24 -4.217
O 17.79 -6.978 -1.37
O 22.374 1.691 -3.346
O 43.049 0.113 25.372
O 28.413 6.462 -5.431
O -7.039 1.159 -5.33
O -37.611 7.906 25.168
O -25.111 -6.684 -4.455
O 23.563 3.645 -1.241
O 42.178 -2.722 -5.762
O 20.192 7.163 -1.641
O 34.762 4.097 -1.006
O -7.381 -3.171 25.798
O -35.218 -0.908 -2.825
O -39.67 -1.39 -5.488
O 27.723 0.856 -3.326
O -0.029 0.227 -3.241
O -15.659 -6.144 25.228
O -39.157 -1.661 23.277
O 2.102 2.524 25.492
O 26.626 6.773 -1.035
O 38.191 0.069 -0.169
O 28.915 0.892 -5.665
O -34.344 0.012 25.424
O 43.785 -5.823 -0.016
O 27.318 5.589 -3.207
O -32.611 -2.727 25.022
O -3.47 -3.959 24.515
O 32.696 -2.574 22.3
O 46.534 -6.063 25.287
O 34.476 -0.871 23.23
O 33.221 4.073 23.164
O 31.124 -4.498 -1.325
O -14.784 -1.438 22.996
O 35.252 5.498 22.327
O 39.184 -7.424 -3.911
O 34.458 -6.416 23.228
O 42.15 2.534 25.134
O -32.945 0.114 -3.706
O 38.113 -2.597 22.137
O 15.723 3.833 24.872
O 45.219 3.476 -4.13
O -44.702 -2.207 24.553
O 40.387 0.593 25.227
O 39.417 -3.016 -5.563
O 19.691 1.338 -3.058
O -37.794 8.137 -5.178
O 38.968 -6.636 23.446
O 40.925 -5.336 22.427
O 42.727 -3.641 23.432
O 48.546 -3.485 23.514
O 44.472 -1.808 22.911
O 32.667 -5.829 -5.415
O 46.318 -0.017 22.293
O 47.999 1.811 23.068
O 41.299 3.832 -2.618
O 45.284 4.5 22.954
O 45.604 4.748 -1.43
O -48.963 8.097 22.322
O -21.785 3.642 24.691
O -39.587 0.788 -6.84
O -41.304 -6.535 25.855
O 39.469 -4.747 25.279
O 43.579 5.463 -3.586
O 39.604 3.056 -0.857
O 37.578 -7.276 -6.065
O 33.673 1.603 23.102
O 5.83 -4.355 -6.148
O 37.315 -4.38 -0.849
O 40.242 4.073 -5.008
O 43.565 2.699 22.212
O 37.077 7.067 23.257
O -12.32 -6.986 -6.055
O 41.859 1.672 -1.193
O 38.968 5.118 -3.098
O -18.419 4.848 25.007
O 41.939 0.852 23.112
O 46.412 -3.247 -3.328
O 40.879 8.11 -0.309
O 42.52 3.91 -5.943
O 37.361 -6.135 25.537
O 38.565 -0.633 -3.153
O -17.987 6.024 -4.507
O 48.244 1.147 -1.181
O -48.167 2.552 -2.847
O -47.403 -5.811 -7.127
O -10.915 2.741 21.897
O -22.556 -3.824 23.039
O -12.334 -3.974 23.128
O -8.699 1.334 -3.245
O -5.039 7.374 -5.967
O 40.126 -7.866 -6.267
O 47.038 -5.423 22.732
O -17.724 -4.563 23.044
O -47.009 -3.521 24.833
O 36.244 -3.248 -2.996
O 48.493 5.927 -6.003
O 42.692 6.605 -1.378
O -20.314 -2.412 -1.16
O 30.528 -5.812 -3.621
O -46.239 -7.619 -3.092
O -17.663 1.335 -1.586
O 37.341 -4.565 23.49
O -39.829 -6.01 -6.005
O -22.941 -1.092 -5.848
O 35.169 2.673 -3.151
O 33.83 6.53 -5.409
O -20.048 -6.928 -1.657
O -38.593 -6.102 -3.75
O 36.537 5.909 -3.393
O 47.26 3.468 -5.699
O -30.918 -7.322 23.118
O -46.624 -4.961 -3.476
O -35.183 -0.224 22.115
O -34.745 -7.185 -6.542
O -44.355 -1.06 -5.88
O -37.207 1.713 -5.906
O -25.607 -6.882 -1.837
O 43.615 -0.087 -0.333
O 16.964 -2.678 -3.375
O -16.548 2.973 24.884
O -7.449 7.295 -1.687
O 37.573 4.201 -5.115
O 25.458 1.77 -1.241
O -40.242 7.639 24.893
O -29.78 -3.128 -6.438
O 47.532 4.154 24.243
O 18.173 -6.641 23.094
O -3.64 -4.704 -5.59
O -26.426 -1.058 25.54
O -13.804 2.829 -0.579
O -11.922 2.276 24.976
O -18.672 -6.058 25.136
O 14.806 -0.445 -5.062
O -4.242 -0.414 -5.892
O -38.653 -4.993 -0.266
O -28.014 7.186 22.819
O -44.346 6.866 23.406
O -26.154 3.346 22.877
O 9.495 -2.638 25.798
O 35.472 0.071 -2.786
O -8.383 -5.332 -6.165
O -18.119 -3.84 -1.388
O -6.261 -7.683 24.445
O -39.825 0.829 23.194
O 22.316 -7.879 25.597
O -34.899 -5.657 -2.114
O 38.996 -6.792 -1.33
O 38.114 5.246 -0.175
O -36.655 -2.165 22.97
O -1.923 2.117 -2.772
O -29.815 -0.059 22.051
O -45.295 -4.287 22.997
O -9.478 -5.432 -3.815
O 40.067 -1.507 -1.15
O -41.888 3.622 -1.329
O -24.006 2.089 -6.674
O 9.416 -0.242 24.837
O 46.432 2.712 -0.189
O -29.561 6.09 -4.571
O 24.724 5.9 22.241
O 46.061 5.956 -3.732
O 45.904 -7.745 -0.097
O -23.789 -6.264 -6.991
O -20.772 -1.866 22.888
O -15.252 -1.26 -5.557
O 32.907 -5.407 0.223
O -48.865 -1.756 25.555
O 30.715 1.928 -3.222
O -46.084 -0.03 22.141
O -44.74 1.801 23.331
O -47.983 3.531 23.325
O -43.218 5.039 24.967
O -46.168 5.263 22.448
O 37.387 5.152 25.135
O -6.876 0.083 22.438
O -24.059 -1.638 24.741
O 12.958 1.445 -4.327
O -46.626 -0.996 -7.187
O -41.697 -1.018 23.103
O -2.675 1.584 -6.205
O 8.526 2.199 25.198
O -37.185 -5.764 25.451
O -32.579 -6.345 -3.989
O -38.538 2.908 25.661
O -40.634 5.361 22.226
O -42.337 3.486 23.048
O -41.982 -7.289 23.374
O -40.546 -5.518 22.182
O -38.481 -4.092 22.784
O -33.449 -3.701 22.76
O 6.811 7.135 -6.007
O -5.474 5.705 -1.131
O -28.59 -3.817 23.153
O -32.703 2.067 25.552
O -32.951 -0.877 -1.238
O 43.528 7.906 22.264
O -21.96 6.268 24.822
O -40.391 -2.481 -3.217
O -36.746 -7.069 23.18
O -39.182 5.422 -3.442
O -36.946 -2 -1.184
O -34.616 5.89 22.858
O -20.125 -4.168 24.027
O -38.728 3.743 -5.364
O -25.326 -2.213 -1.599
O 27.831 -5.995 25.684
O -41.15 2.559 -3.66
O -44.643 -4.788 -0.933
O -33.617 -0.655 -6.11
O -38.054 2.54 22.251
O -21.538 -3.211 -5.15
O -20.793 2.601 22.536
O 48.153 5.006 -2.616
O 14.243 8.175 -5.089
O 13.564 -4.992 21.898
O 45.58 5.752 25.145
O -32.487 4.68 25.513
O -6.25 -4.117 -1.514
O -8.19 -2.608 -0.644
O -40.858 8.184 -0.443
O 1.45 6.819 -2.771
O -26.112 -1.844 23.004
O -36.506 4.174 -6.773
O 6.356 -1.527 22.945
O -20.954 6.026 -3.027
O -44.653 -4.75 25.428
O -15.024 -3.91 24.024
O -38.806 -3.748 -4.88
O -48.948 -6.848 25.62
O -14.975 -7.186 -1.791
O -1.504 1.953 23.165
O -25.575 3.658 -1.867
O -24.604 -2.769 -6.896
O 6.177 3.988 23.151
O -36.137 -7.373 -3.517
O -32.525 3.866 -1.28
O -32.583 -7.73 25.142
O -17.375 0.252 -6.098
O -26.905 -0.307 -0.958
O -11.719 -1.412 -5.834
O 36.81 -2.068 -5.63
O -39.023 6.217 -6.084
O -48.013 7.063 -1.904
O -31.206 7.819 -3.555
O 45.237 -4.13 24.035
O 1.752 -4.244 24.149
O -42.593 -3.953 -2.29
O 11.769 -4.942 -2.915
O -16.375 -2.835 21.701
O -23.384 -4.899 -4.87
O -46.321 2.639 -0.295
O 25.786 -6.551 -5.214
O -41.086 5.027 -5.314
O -46.886 -7.226 -0.67
O -38.782 5.467 24.94
O -29.938 -6.219 -3.723
O -40.748 -2.935 -0.243
O -27.284 -5.514 -0.455
O -7.493 -0.944 -3.975
O -13.257 5.029 -3.384
O -38.313 0.02 -0.39
O 16.077 -2.631 -6.126
O -4.729 -1.432 22.825
O -12.844 -3.812 -1.637
O -12.479 -3.38 25.793
O 18.614 1.524 -5.327
O -36.681 4.431 23.224
O -31.599 -1.793 -4.935
O 40.796 -1.786 -3.751
O -36.779 -5.798 -5.564
O -6.916 -2.748 22.707
O -25.801 -4.897 -6.156
O -42.687 -2.632 -4.522
O -46.188 -2.828 -0.149
O -35.217 -5.445 21.964
O -44.749 0.556 -1.064
O 12.102 6.671 24.279
O -22.186 3.758 -3.065
O 47.938 -1.749 -1.908
O 15.779 -4.013 24.334
O -9.909 6.549 -6.012
O -6.961 -7.993 -4.327
O -45.297 -2.755 -4.064
O -31.771 -4.348 -5.442
O 33.961 -2.016 -3.378
O 10.126 5.001 -5.93
O -5.065 2.487 -6.694
O -37.809 4.311 -1.307
O -28.957 -0.79 -5.936
O -9.371 -0.761 22.888
O -43.605 5.378 -0.392
O -30.013 -2.227 24.748
O 30.443 -6.907 -6.008
O 32.016 6.809 -3.587
O 2.711 -5.587 -4.434
O -21.678 -7.852 -3.51
O -42.744 -1.292 -1.094
O -40.009 1.795 -1.315
O -3.228 -1.606 -1.473
O -12.276 1.068 -5.243
O 27.575 -6.107 -0.679
O -38.751 6.724 -1.259
O -36.648 5.954 -2.912
O -34.959 8.165 -1.201
O 9.645 4.161 -1.831
O -9.049 4.389 22.68
O -34.332 -4.861 -5.533
O -34.464 -3.359 -1.031
O -48.829 -5.534 -0.116
O 37.374 -4.668 -5.691
O 22.104 -4.121 -5.686
O -35.723 2.847 -0.474
O -28.158 1.695 23.068
O -17.428 6.248 -1.981
O -31.341 6.552 24.073
O -29.677 5.379 21.981
O -0.436 2.137 25.629
O -18.523 -2.119 -5.991
O -33.106 7.915 22.602
O -2.893 1.502 25.49
O -25.817 -3.594 24.925
O -12.574 -1.277 -1.469
O 18.258 -3.726 -5.508
O -21.03 7.988 22.86
O -23.122 6.578 -4.512
O -24.977 6.231 -6.408
O -33.144 6.368 -1.267
O -16.402 -0.311 -3.394
O -20.073 5.946 -6.127
O -42.8 7.627 25.387
O 21.879 5.524 -0.493
O 4.702 -1.854 24.888
O 7.353 -5.984 -4.664
O 36.415 2.532 -6.864
O -2.505 -6.283 25.127
O 40.59 -1.917 25.642
O 21.246 -0.647 -2.953
O 17.459 2.458 -2.97
O -16.718 -2.845 -4.126
O -26.25 -7.216 23.049
O -16.265 8.21 21.953
O -21.08 -5.34 -3.638
O 23.163 7.418 -5.858
O 32.851 0.338 -3.119
O -4.358 -5.987 -1.334
O -9.788 3.314 26.019
O -29.475 6.62 -1.912
O -7.634 7.609 -6.741
O -31.752 -0.214 25.04
O -30.281 2.743 -0.555
O 19.01 -7.626 -3.491
O 0.599 2.647 -2.802
O 37.492 1.731 -3.3
O -22.937 1.574 -1.717
O 13.384 -5.427 24.653
O 1.51 4.216 -4.684
O -45.776 2.769 25.609
O -2.132 6.251 22.964
O -3.883 4.259 22.91
O 1.373 3.652 23.186
O -43.971 -0.64 -3.292
O -7.356 3.534 -3.434
O -23.128 6.953 -1.85
O -9.791 -7.503 25.583
O 34.481 7.3 -2.892
O -12.463 6.879 -1.68
O 47.337 1.967 -3.516
O -16.139 -0.108 -0.242
O 27.2 -1.712 -2.608
O -9.607 0.193 -5.365
O -16.932 -2.058 24.507
O 33.737 4.829 -3.412
O 4.989 5.301 -6.288
O 46.748 -5.369 -5.966
O -6.536 -0.994 24.72
O -5.678 -8.037 21.853
O 1.111 -6.593 23.144
O -21.361 -1.012 -3.778
O -16.283 0.157 25.823
O -21.68 -0.277 -0.529
O -5.504 -2.798 -4.769
O -5.588 2.489 22.005
O 45.416 -1.935 -1.155
O 9.944 -3.801 -7.177
O -20.006 3.872 -1.636
O 21.857 -3.082 -2.097
O -5.119 7.763 -2.672
O 27.084 -8.094 -6.918
O 23.874 2.63 -5.437
O 6.626 -3.698 24.415
O 18.309 8.161 25.316
O 14.337 5.875 25.37
O 17.245 -2.349 25.713
O 38.38 6.716 -5.166
O -15.89 7.487 -3.672
O -1.762 -3.776 -1.328
O -26.734 2.865 -4.112
O 11.676 -6.387 22.899
O -9.664 -8.1 -4.089
O 34.891 -4.557 25.107
O 38.098 7.65 25.564
O -23.099 4.467 -6.117
O -21.765 -5.48 -0.439
O -28.744 -1.398 -2.54
O -48.109 4.685 -0.704
O 9.306 -5.893 -2.898
O -0.339 8.018 22.083
O -3.571 -3.511 -3.219
O 38.127 -0.969 25.553
O -41.568 0.42 -5.171
O -44.193 -5.908 -3.26
O 3.376 -7.88 -3.488
O -45.854 2.964 -3.841
O 42.833 -5.647 -3.754
O 0.512 -7.107 -5.806
O -42.572 -6.373 -1.236
O -11.901 1.199 -1.479
O -28.788 -3.846 -1.558
O 44.381 -1.206 -5.315
O 25.983 -3.42 23.127
O -9.859 -6.811 23.019
O -11.788 7.262 25.644
O 7.141 -4.329 -2.714
O -10.323 -3.638 -5.607
O -29.963 -3.346 -3.771
O -31.365 -6.82 -1.605
O -17.835 6.572 23.049
O 47.46 -7.892 -5.398
O -9.611 6.317 24.366
O 40.235 3.988 23.165
O 15.78 2.257 22.76
O -31.447 4.037 23.188
O 27.29 8.186 -3.814
O -2.836 0.058 21.993
O 42.46 -4.215 -1.487
O -5.228 0.012 -0.673
O 4.897 -6.728 -5.365
O -34.204 1.254 -1.67
O -8.12 -5.844 24.757
O 44.851 -5.039 -2.329
O 32.857 5.407 0.023
O -30.902 -2.394 -1.41
O 36.28 1.034 23.211
O -5.354 -5.248 -3.72
O -14.388 5.555 -5.772
O -6.809 -6.588 -2.084
O 35.462 -2.697 -0.08
O 1.447 5.061 25.41
O -2.266 -2.145 -5.935
O 38.137 2.67 22.355
O -28.788 1.618 -5.104
O -9.108 1.175 24.666
O -32.895 -5.28 -0.233
O -25.235 -4.464 -2.919
O -10.008 -0.684 -1.212
O 31.512 0.847 -0.938
O -12.686 1.035 22.721
O -11.745 -6.626 -3.467
O -23.056 1.715 23.177
O -13.58 5.3 21.976
O 23.486 -5.362 -3.724
O -10.616 -5.049 24.866
O 2.197 -3.187 -3.528
O 27.351 -1.06 -5.073
O -10.785 -2.596 21.773
O 47.088 6.457 23.135
O -11.819 6.836 23.037
O -8.273 5.925 -4.025
O 5.306 -1.892 -5.337
O 12.127 6.707 -5.517
O 13.623 5.128 22.797
O -7.496 6.549 22.82
O 38.801 0.836 -5.334
O -4.147 1.711 -4.001
O -8.219 -5.072 21.992
O 33.814 2.289 -6.003
O -15.857 4.9 -0.584
O 35.232 -6.115 -6.34
O -23.455 7.262 22.976
O -48.084 3.703 -5.268
O 15.516 -6.293 25.648
O -14.858 -2.325 -0.897
O 45.959 -0.608 -3.309
O 3.498 -6.422 24.239
O 12.32 4.124 -4.713
O -4.159 -6.231 23.075
O 47.118 -4.459 -1.201
O -18.976 -0.138 21.96
O -27.657 3.498 25.001
O -24.49 -5.818 25.611
O -7.988 -3.407 -4.443
O -1.883 -5.106 22.793
O 5.794 2.212 24.997
O 8.197 -5.708 25.069
O 8.078 5.602 22.377
O 28.877 6.583 24.851
O -21.051 1.135 24.795
O -29.586 8.017 -6.546
O -47.727 -1.561 23.229
O -17.031 1.447 22.772
O 11.063 -2.43 -5.174
O 44.208 -2.248 25.38
O -45.689 -6.628 -5.358
O -19.191 -7.022 -4.115
O -7.308 -1.692 -6.402
O 30.999 6.593 -1.176
O 6.862 -6.664 -7.059
O -6.068 6.52 25.971
O 1.139 1.549 -5.155
O -15.801 4.81 -3.733
O -2.437 2.621 -0.182
O 16.993 6.024 25.667
O -3.276 6.021 -2.701
O -2.605 6.531 -5.211
O -17.471 -6.934 -6.055
O 12.724 -1.571 -1.352
O -2.684 -7.976 -0.579
O -45.086 6.539 25.96
O 21.307 1.99 -5.648
O -40.915 3.805 25.206
O -47.37 7.439 25.089
O -14.279 -2.143 -3.357
O -34.383 3.57 24.108
O -21.339 -5.66 -6.301
O -5.835 -5.307 25.6
O 38.836 -3.209 -2.675
O -33.359 -3.929 -3.356
O 4.012 -1.517 -2.452
O 5.607 2.762 -3.873
O -47.639 -0.997 -1.177
O -47.264 -6.727 23.55
O -12.739 7.427 -4.265
O -35.15 -7.305 25.35
O -26.117 1.425 24.729
O -26.316 0.965 -5.936
O -7.469 4.728 24.684
O -2.569 -1.789 25.79
O 2.224 -0.667 -4.119
O 44.603 -3.762 -5.938
O 8.617 -1.821 -6.159
O 34.615 0.909 25.278
O -4.11 8.14 25.824
O -26.275 7.054 24.775
O -0.038 -0.961 -5.438
O -19.101 0.417 -3.502
O -10.771 5.273 -0.628
O -14.601 -1.785 25.56
O 22.825 4.223 23.145
O -48.717 0.026 -3.333
O -43.049 4.701 -7.179
O -24.978 4.793 -4.2
O 25.773 4.425 -5.9
O -36.566 1.217 25.987
O -5.686 5.441 -3.823
O -47.253 -3.625 -5.62
O -27.051 0.309 -3.554
O 25.355 -6.86 -2.612
O -34.223 4.816 -3.093
O 25.164 3.395 -3.399
O -18.705 -0.061 24.834
O -40.397 -0.775 25.355
O 43.083 8.078 -3.581
O 23.193 0.143 -5.339
O 43.561 -3.1 -3.601
O 19.461 -3.119 -3.175
O -37.146 -6.773 -1.272
O 41.187 4.9 25.481
O -45.861 1.047 -5.527
O -33.51 -5.29 24.761
O 21.887 -6.748 -5.276
O -11.201 -0.45 -3.471
O -14.268 -6.803 -4.285
O 3.069 2.392 -3.607
O -0.466 1.016 -0.901
O 6.899 0.119 -5.818
O -9.14 3.329 -1.495
O -10.986 -5.347 -0.592
O -6.121 -6.649 -6.481
O -2.874 4.037 -4.245
O -16.379 -5.471 -0.47
O 44.91 -6.699 23.404
O -19.005 2.427 25.735
O -27.435 5.287 -0.897
O -10.793 5.885 -3.55
O -6.932 1.882 -1.424
O -29.658 -5.633 21.732
O -21.556 1.491 -4.055
O -31.235 0.634 -5.709
O 16.357 6.142 -3.419
O -22.496 -7.431 24.853
O -41.545 2.748 -6.335
O -20.041 0.086 -5.833
O -13.869 0.663 24.973
O -18.214 4.096 -6.344
O -9.049 -1.265 25.498
O -28.502 -6.013 -5.945
O -43.195 2.404 25.291
O -27.165 -2.668 -6.162
O -2.997 -7.259 -5.984
O 13.3 -2.61 -3.668
O 20.033 -4.231 25.608
O 36.315 1.74 -0.943
O -14.674 -6.187 22.725
O -31.117 -4.452 23.846
O -21.76 5.274 -0.394
O 29.554 -1.771 -6.156
O -11.346 -0.251 24.581
O 48.786 2.265 25.455
O 47.143 6.889 -1.363
O -19.879 5.02 22.7
O 44.704 5.246 -6.014
O -0.247 4.423 -6.561
O -45.204 3.607 -6.204
O -35.483 5.595 25.365
O -18.109 -1.248 -1.748
O -16.726 -6.304 -3.621
O -19.771 4.064 -4.243
O 47.03 -5.936 -3.489
O -28.165 -7.482 24.9
O -29.187 -4.512 25.642
O 30.638 -4.18 -5.6
O 32.811 2.793 -2.046
O 15.388 1.535 -1.559
O -35.311 5.889 -5.239
O 34.979 -7.096 25.783
O 45.669 1.186 -5.296
O 36.096 6.794 -0.887
O -1.317 -2.305 -3.4
O 20.306 4.381 24.191
O -41.04 -4.82 -4.103
O -37.855 -3.188 25.075
O 10.683 2.406 -3.561
O -23.649 -2.383 -3.65
O 47.047 7.71 26.037
O 12.476 -7.434 -7.014
O -35.958 -3.411 -3.155
O 0.984 6.585 -5.802
O -17.556 3.978 22.703
O -42.436 1.115 -1.986
O -23.204 -3.671 -1.447
O -21.693 -2.546 25.244
O -27.379 -5.745 -3.51
O 35.548 4.878 -6.447
O 4.476 0.648 -5.069
O -13.87 3.14 -5.027
O 40.563 -0.818 -6.32
O -27.564 6.393 -6.226
O -37.8 -1.618 -3.629
O -47.237 5.001 -3.182
O -28.144 -8.077 -4.388
O -36.329 3.676 -4.233
O 27.356 -5.513 -3.3
O -43.33 -2.8 22.128

Results
total energy: -609924.699 eV
total energy less fixed offsets of O -438.25, Si -107.07 eV per atom: -5.499 eV

Forces (eV/angstrom) on atoms 2320 to 3001 of the 3024, counted in the order above; the others are left out for length: element, x, y, z
O -0.569 -0.146 -0.057
O 0.285 -0.043 0.257
O 0.518 0.101 -0.054
O 0.064 -0.245 -0.168
O 0.228 -0.011 0.323
O -0.757 -0.081 -0.322
O 0.292 -0.131 0.279
O 0.354 -0.121 -0.178
O -0.276 -0.529 0.083
O 0.018 -0.279 0.223
O 0.012 0.458 -0.116
O -0.202 0.151 0.148
O 0.502 -0.107 0.313
O 0.277 0.077 0.296
O 0.493 0.441 -0.002
O -0.099 -0.571 -0.112
O 0.418 0.1 0.086
O -0.432 0.219 -0.28
O 0.527 -0.114 0.506
O 0.126 0.411 0.089
O 0.207 0.316 -0.293
O 0.365 -0.276 0.371
O 0.021 -0.549 0.314
O -0.254 -0.3 0.053
O -0.081 0.382 -0.087
O 0.345 0.581 -0.164
O 0.076 0.185 -0.628
O 0.058 -0.026 -0.384
O -0.343 -0.131 0.286
O -0.099 0.121 -0.557
O -0.222 0.051 -0.289
O -0.297 0.315 -0.216
O 0.159 0.122 -0.206
O 0.278 -0.054 -0.127
O -0.183 -0.297 -0.539
O 0.181 -0.161 -0.008
O 0.571 -0.207 -0.079
O 0.186 0.228 -0.226
O -0.267 -0.11 -0.094
O -0.149 0.133 -0.014
O 0.325 0.013 0.293
O 0.454 -0.107 0.085
O 0.073 -0.066 0.163
O -0.348 0.232 -0.636
O -0.43 0.049 -0.018
O 0.262 0.114 -0.45
O 0.793 -0.026 0.029
O -0.131 0.114 -0.172
O 0.005 -0.416 -0.711
O -0.315 0.066 -0.395
O -0.223 0.547 0.072
O 0.077 -0.473 -0.412
O 0.136 -0.432 -0.138
O 0.21 0.311 0.424
O 0.303 0.046 0.046
O 0.387 -0.527 -0.041
O 0.484 0.264 0.029
O 0.041 -0.102 0.483
O 0.376 -0.608 0.066
O -0.326 -0.205 -0.264
O -0.06 -0.293 -0.391
O -0.477 0.247 -0.247
O 0.816 -0.171 -0.125
O -0.515 -0.167 -0.461
O -0.007 0.25 -0.375
O 0.23 -0.063 -0.23
O -0.036 -0.118 0.561
O -0.019 -0.481 0.355
O -0.217 -0.361 -0.183
O 0.045 0.341 -0.325
O 0.105 -0.463 -0.005
O 0.094 0.384 -0.201
O -0.097 -0.037 -0.405
O 0.661 0.184 -0.093
O -0.324 -0.478 -0.423
O 0.211 0.155 -0.039
O -0.132 -0.178 -0.538
O -0.651 0.033 0.638
O -0.341 0.425 -0.315
O -0.046 0.053 0.322
O -0.127 0.352 0.567
O 0.162 -0.369 0.326
O 0.027 0.57 0.677
O -0.051 0.403 -0.306
O 0.519 0.679 0.292
O -0.267 0.052 0.699
O 0.534 0.13 0.366
O 0.566 0.054 -0.087
O 0.243 0.072 -0.368
O 0.386 0.275 -0.014
O -0.19 0.024 0.326
O 0.495 0.047 -0.415
O -0.527 -0.158 0.102
O 0.317 0.016 -0.111
O 0.014 0.23 0.178
O 0.058 -0.345 0.202
O -0.228 0.026 0.29
O -0.273 -0.564 0.406
O -0.039 -0.74 0.489
O 0.063 0.089 0.4
O -0.37 -0.098 0.529
O -0.27 -0.075 0.394
O 0.008 0.08 0.153
O 0.006 -0.013 -0.374
O 0.138 -0.027 0.123
O -0.03 -0.077 0.321
O 0.487 0.11 0.262
O -0.233 0.024 0.267
O -0.311 0.221 -0.251
O -0.054 0.061 0.44
O 0.317 0.117 -0.106
O -0.455 0.27 -0.109
O -0.555 0.418 0.042
O 0.198 0.282 -0.073
O -0.144 -0.29 -0.099
O -0.532 -0.385 0.129
O -0.317 -0.307 -0.207
O 0.12 -0.122 -0.538
O 0.189 0.103 -0.124
O -0.126 -0.556 0.098
O -0.621 0.224 0.05
O -0.167 0.143 0.41
O -0.396 0.475 0.419
O 0.026 0.291 -0.004
O 0.411 -0.342 -0.523
O -0.124 0.055 0.56
O -0.013 0.542 0.535
O -0.37 -0.579 -0.216
O 0.228 0.031 -0.57
O 0.013 0.072 -0.171
O 0.095 -0.25 0.825
O 0.024 -0.067 0.038
O -0.564 -0.181 0.089
O -0.371 0.333 -0.394
O 0.399 -0.364 -0.094
O 0.182 0.112 0.241
O -0.076 0.091 -0.099
O -0.113 0.188 0.362
O -0.059 -0.004 0.265
O -0.171 0.102 0.16
O -0.737 0.067 0.241
O -0.044 -0.461 -0.079
O -0.031 -0.021 -0.205
O -0.165 -0.586 -0.258
O 0.202 -0.152 0.294
O 0.14 -0.491 0.651
O 0.174 0.57 0
O -0.081 -0.03 0.141
O 0.549 -0.342 -0.111
O -0.238 -0.376 -0.294
O -0.544 -0.115 -0.065
O 0.115 -0.262 -0.394
O -0.318 0.624 -0.295
O -0.193 -0.078 0.048
O -0.13 0.061 0.121
O 0.008 0.435 0.125
O 0.146 0.334 -0.424
O -0.165 0.486 -0.245
O 0.324 -0.159 -0.081
O 0.009 0.01 0.5
O -0.432 -0.259 -0.276
O -0.116 0.163 -0.344
O 0.144 0.189 0.206
O -0.218 -0.013 0.229
O 0.027 -0.034 0.262
O -0.196 -0.334 0.24
O 0.461 -0.179 -0.376
O -0.108 -0.261 0.29
O 0.042 -0.314 -0.247
O -0.172 -0.089 -0.511
O -0.263 -0.169 -0.182
O 0.382 -0.122 0.371
O -0.789 -0.178 -0.038
O -0.109 -0.43 0.44
O -0.305 -0.354 -0.348
O -0.014 -0.203 0.18
O -0.134 -0.396 -0.484
O -0.004 0.108 0.326
O 0.106 0.367 0.277
O -0.206 0.175 -0.074
O -0.455 -0.165 0.293
O 0.3 -0.114 -0.262
O 0.202 0.082 -0.168
O -0.076 -0.079 -0.166
O -0.079 0.047 0.279
O -0.554 -0.08 -0.095
O 0.284 -0.128 -0.549
O 0.032 -0.088 0.209
O 0.449 0.413 -0.031
O 0.114 -0.228 0.442
O -0.051 -0.137 -0.457
O 0.205 -0.141 -0.111
O -0.028 -0.111 -0.269
O 0.403 -0.309 -0.356
O -0.065 0.017 -0.406
O -0.168 0.224 0.168
O -0.237 0.096 0.197
O -0.082 0.051 -0.098
O 0.031 0.395 -0.025
O 0.178 0.027 -0.439
O 0.248 0.031 0.55
O -0.126 -0.433 0.03
O 0.211 -0.177 0.591
O -0.047 -0.727 0.138
O -0.057 0.132 0.552
O 0.438 -0.279 -0.045
O 0.058 0.299 -0.265
O -0.009 -0.11 0.634
O 0.163 -0.563 -0.278
O 0.084 -0.086 -0.2
O -0.09 -0.528 -0.142
O -0.126 -0.248 0.667
O 0.193 0.542 -0.178
O -0.099 -0.059 -0.359
O -0.093 -0.342 -0.485
O -0.42 0.385 0.405
O 0.711 -0.137 -0.089
O 0.012 0.163 -0.052
O -0.422 0.179 0.032
O -0.588 -0.459 -0.106
O 0.153 0.022 0.436
O 0.395 0.302 0.132
O 0.387 -0.12 0.363
O -0.258 -0.025 0.147
O 0.284 0.118 0.351
O -0.418 -0.537 -0.343
O -0.126 -0.079 0.234
O 0.429 0.636 -0.189
O 0.134 -0.148 0.177
O 0.076 0.155 0.001
O -0.464 0.105 0.348
O 0.486 0.062 0.108
O 0.057 0.356 0.189
O 0.024 0.044 0.074
O -0.274 -0.291 0.009
O -0.076 -0.052 -0.419
O 0.093 -0.004 0.455
O 0.036 -0.451 -0.056
O -0.529 0.006 0.151
O 0.076 -0.031 0.27
O 0.084 -0.368 0.488
O 0.253 0.357 -0.094
O 0.303 0.31 0.434
O 0.549 -0.342 0.504
O 0.52 0.305 0.351
O 0.256 -0.034 0.558
O -0.233 -0.062 0.15
O 0.347 -0.204 0.317
O 0.515 -0.058 0.299
O 0.1 0.495 0.323
O -0.669 -0.084 0.144
O -0.411 0.042 0.082
O 0.25 -0.243 -0.024
O -0.031 -0.119 0.043
O -0.004 -0.068 0.198
O -0.511 -0.539 -0.005
O -0.333 0.157 -0.133
O -0.744 -0.219 0.034
O 0.402 0.222 -0.271
O -0.431 -0.235 -0.145
O -0.315 0.068 0.315
O 0.276 -0.137 0.489
O 0.203 0.084 -0.627
O 0.042 -0.666 -0.109
O 0.049 -0.418 -0.223
O -0.023 -0.342 0.077
O -0.104 -0.183 0.335
O -0.618 0.095 -0.358
O 0.082 0.426 0.334
O 0.361 0.332 -0.207
O -0.29 -0.078 -0.483
O 0.242 -0.129 -0.543
O -0.257 -0.163 -0.54
O -0.582 -0.383 0.066
O 0.18 -0.205 -0.498
O 0.071 0.328 0.279
O 0.323 0.444 -0.292
O 0.373 -0.045 -0.121
O -0.375 -0.053 -0.178
O 0.573 0.008 -0.373
O -0.027 0.336 -0.056
O 0.325 -0.228 -0.156
O 0.313 0.392 0.174
O 0.606 -0.12 0.104
O 0.127 -0.179 -0.012
O -0.017 0.271 0.647
O -0.033 -0.582 -0.237
O -0.197 -0.711 -0.323
O 0.416 -0.336 0.279
O 0.031 0.452 0.286
O 0.265 0.494 0.395
O -0.32 0.127 0.205
O -0.39 0.252 0.472
O -0.523 -0.194 -0.327
O -0.383 0.137 -0.236
O -0.309 -0.027 -0.219
O 0.185 0.185 0.03
O 0.377 0.129 0.486
O 0.428 0.197 0.099
O 0.025 0.449 -0.026
O -0.351 0.102 0.228
O 0.07 0.372 0.039
O 0.113 0.053 -0.365
O -0.35 0.171 0.075
O -0.295 0.277 0.453
O 0.722 0.088 0.103
O 0.551 -0.267 -0.113
O 0.014 0.514 0.256
O 0.127 -0.114 -0.702
O 0.178 -0.18 -0.225
O 0.272 -0.342 0.592
O 0.151 -0.388 0.277
O -0.164 0.063 -0.322
O -0.066 -0.035 0.456
O 0.169 -0.445 0.38
O 0.29 -0.206 -0.696
O 0.325 0.356 -0.149
O -0.381 -0.115 -0.595
O -0.288 0.265 0.365
O 0.117 -0.1 0.328
O 0.615 -0.065 0.034
O -0.103 0.559 0.077
O -0.415 0.119 0.463
O -0.418 -0.207 0.035
O 0.223 0.231 -0.511
O 0.006 0.01 -0.504
O -0.162 0.162 0.397
O -0.341 -0.267 -0.364
O -0.076 -0.206 0.135
O -0.599 0.522 0.223
O -0.061 -0.171 0.265
O 0.075 -0.324 -0.299
O 0.093 -0.573 -0.066
O -0.336 0.203 -0.092
O 0.239 -0.192 0.186
O -0.137 -0.15 -0.674
O -0.401 0.017 -0.443
O -0.281 -0.117 0.253
O -0.161 0.374 0.32
O 0.093 -0.444 -0.03
O 0.347 -0.1 0.514
O 0.309 0.128 0.238
O -0.023 0.194 -0.222
O 0.578 0.284 0.39
O 0.046 -0.092 0.28
O -0.108 0.318 -0.446
O -0.091 -0.406 0.045
O -0.21 0.217 -0.324
O -0.186 0.056 -0.472
O 0.384 -0.007 -0.253
O -0.119 0.256 -0.27
O 0.063 0.035 -0.092
O -0.615 -0.201 0.131
O 0.336 0.362 -0.398
O 0.211 0.321 -0.108
O -0.096 0.185 -0.123
O -0.308 -0.037 0.189
O 0.184 -0.277 0.233
O -0.345 0.276 -0.128
O 0.337 0.464 0.07
O -0.122 0.151 -0.271
O -0.179 0.002 0.407
O -0.187 0.351 0.142
O 0.091 0.084 -0.293
O -0.219 -0.184 0.453
O -0.343 0.034 -0.258
O 0.588 0.077 0.183
O -0.304 -0.007 0.367
O -0.009 0.275 -0.018
O 0.159 -0.228 -0.358
O -0.42 0.33 0.066
O -0.554 0.22 -0.196
O -0.597 -0.344 -0.239
O 0.12 -0.026 0.315
O 0.233 -0.088 -0.18
O 0.326 -0.36 0.025
O -0.08 0.191 -0.344
O 0.052 0.486 0.116
O 0.287 0.225 -0.199
O 0.392 0.287 -0.196
O -0.549 0.049 0.309
O 0.189 -0.05 0.726
O 0.286 -0.096 -0.052
O -0.041 0.145 -0.158
O 0.035 -0.611 -0.011
O 0.16 -0.32 -0.068
O 0.222 -0.368 -0.005
O 0.252 -0.52 -0.247
O -0.644 -0.282 -0.367
O 0.505 0.582 0.35
O 0.112 -0.41 0.023
O 0.03 0.093 0.391
O -0.113 -0.023 0.482
O 0.189 0.349 0.392
O 0.446 -0.525 0.189
O 0.11 0.016 -0.839
O 0.337 0.22 -0.205
O 0.338 0.628 0.364
O 0.093 0.095 -0.17
O 0.277 -0.266 -0.235
O 0.104 0.295 0.31
O -0.185 -0.098 -0.35
O 0.134 0.117 -0.593
O -0.012 0.367 0.42
O -0.081 0.511 -0.481
O -0.41 -0.095 -0.225
O -0.091 0.221 -0.047
O -0.043 0.493 0.072
O -0.025 0.189 -0.353
O 0.096 -0.106 0.366
O 0.278 -0.499 0.309
O -0.063 -0.637 0.138
O -0.336 0.324 -0.206
O -0.01 0.011 -0.043
O -0.738 -0.025 -0.163
O 0.465 -0.088 0.056
O -0.069 0.267 0.421
O -0.06 0.621 -0.005
O -0.444 -0.242 0.265
O 0.023 0.017 -0.423
O -0.324 -0.243 0.313
O 0.211 -0.28 -0.267
O -0.545 -0.228 -0.291
O -0.177 -0.085 -0.398
O -0.07 0.487 0.075
O 0.256 0.175 -0.181
O 0.279 0.556 0.467
O -0.188 0.042 0.435
O -0.403 -0.214 0.549
O 0.307 0.09 0.296
O -0.106 0.602 0.161
O -0.284 0.047 -0.592
O 0.325 0.1 -0.281
O -0.271 -0.026 0.107
O -0.017 -0.319 -0.068
O -0.298 -0.487 -0.022
O 0.633 -0.15 -0.258
O 0.596 -0.258 0.065
O 0.758 0.485 -0.1
O 0.306 0.107 -0.195
O -0.163 0.363 -0.749
O 0.167 -0.164 0.333
O 0.324 0.351 0.03
O -0.469 0.285 0.599
O 0.106 -0.398 0.262
O 0.392 -0.079 -0.393
O 0.089 0.079 -0.553
O 0.209 -0.095 -0.149
O -0.268 0.374 -0.094
O -0.107 -0.219 0.16
O -0.036 -0.004 0.067
O -0.224 0.253 -0.274
O 0.242 0.66 -0.041
O 0.797 -0.012 0.453
O -0.139 0.082 -0.369
O 0.19 0.023 -0.281
O -0.249 -0.09 -0.095
O -0.118 -0.461 0.03
O -0.001 -0.355 0.247
O 0.131 -0.394 -0.104
O -0.22 0.261 -0.022
O 0.236 -0.348 0.266
O 0.212 0.022 -0.053
O 0.188 -0.355 -0.405
O 0.331 0.038 0.512
O -0.632 0.092 -0.281
O 0.316 -0.015 0.453
O 0.177 -0.178 -0.33
O 0.415 0.308 -0.389
O 0.08 0.019 -0.49
O -0.416 0.259 -0.247
O -0.501 0.166 0.173
O -0.557 -0.5 0.123
O -0.618 0.135 0.247
O 0.217 0.418 0.24
O -0.332 -0.125 0.106
O 0.4 -0.555 -0.27
O 0.064 0.019 0.163
O 0.05 0.253 0.516
O 0.03 -0.137 0.269
O 0.277 0.634 0.557
O -0.076 -0.233 0.451
O 0.56 0.356 -0.177
O 0.031 -0.53 0.204
O 0.319 -0.039 0.151
O 0.186 -0.31 0.192
O -0.604 0.59 -0.217
O -0.286 0.058 -0.182
O -0.051 -0.366 -0.272
O -0.174 0.495 -0.428
O 0.137 0.333 -0.189
O -0.258 -0.587 0.547
O 0.126 0.082 -0.327
O 0.04 -0.353 0.288
O 0.29 -0.345 0.234
O -0.366 -0.497 -0.241
O 0.265 0.584 0.083
O -0.45 0.073 0.143
O 0.317 -0.159 -0.622
O 0.073 0.58 -0.259
O 0.306 -0.65 -0.065
O -0.23 0.189 0.406
O -0.406 0.452 0.316
O 0.065 0.467 -0.393
O 0.005 -0.095 -0.331
O -0.55 0.065 -0.255
O 0.086 0.116 -0.197
O 0.321 -0.463 -0.064
O -0.247 -0.385 0.055
O -0.249 0.339 0.328
O -0.501 0.196 0.486
O 0.09 -0.107 0.465
O 0.553 0.452 0.226
O 0.131 0.178 0.182
O -0.373 -0.367 0.412
O -0.571 -0.344 -0.273
O 0.176 0.103 0.432
O 0.025 0.266 0.246
O 0.192 0.445 0.023
O 0.12 0.229 0.169
O 0.294 -0.272 0.018
O -0.07 0.022 -0.521
O 0.444 0.28 0.132
O -0.149 -0.022 0.237
O -0.559 -0.13 -0.272
O -0.423 -0.023 0.184
O 0.271 0.126 0.255
O 0.065 -0.38 0.446
O -0.198 -0.022 -0.025
O -0.123 -0.122 -0.5
O -0.566 0.36 0.359
O 0.327 -0.267 -0.208
O 0.615 -0.263 -0.272
O -0.098 -0.263 -0.082
O 0.127 0.232 0.048
O 0.053 0.226 0.281
O 0.313 0.301 0.097
O -0.265 0.007 0.656
O 0.175 0.305 -0.166
O -0.218 -0.174 0.669
O 0.082 0.461 0.359
O -0.421 -0.146 -0.635
O 0.324 -0.297 0.63
O 0.409 -0.111 0.374
O -0.22 -0.296 0.334
O 0.021 -0.467 -0.272
O -0.025 -0.229 -0.017
O -0.09 0.538 -0.059
O -0.342 -0.505 -0.014
O -0.585 -0.509 -0.377
O -0.158 0.344 0.278
O -0.069 -0.322 0.369
O -0.071 0.731 0.224
O 0.506 -0.316 0.395
O 0.621 0.05 -0.215
O 0.087 -0.441 -0.239
O -0.231 -0.055 0.083
O -0.449 0.199 -0.124
O 0.183 0.341 -0.34
O 0.388 0.264 0.117
O -0.3 0.082 -0.713
O -0.124 -0.533 0.31
O 0.139 0.103 -0.093
O 0.22 -0.025 -0.113
O 0.2 0.094 0.57
O 0.163 -0.084 -0.089
O 0.652 -0.268 -0.033
O -0.31 -0.128 -0.615
O 0.055 0.011 -0.059
O 0.507 -0.178 0.323
O 0.036 0.187 0.036
O 0.084 -0.064 0.075
O -0.222 -0.301 -0.308
O 0.33 -0.247 -0.211
O 0.393 -0.327 -0.365
O 0.192 -0.155 0.214
O 0.1 0.154 -0.426
O -0.007 -0.147 -0.211
O 0.247 0.402 0.198
O 0.078 -0.284 -0.044
O 0.148 -0.531 -0.025
O 0.324 0.675 -0.356
O 0.098 0.111 0.217
O -0.343 -0.329 -0.067
O 0.081 -0.465 0.056
O 0.278 -0.047 -0.046
O -0.183 -0.148 0.134
O -0.114 -0.335 -0.274
O -0.434 0.445 -0.085
O 0.536 0.137 -0.386
O -0.043 -0.201 0.144
O -0.322 -0.182 -0.075
O -0.166 0.581 0.343
O -0.01 -0.214 0.255
O 0.45 -0.409 -0.267
O 0.161 -0.516 -0.727
O -0.057 0.146 -0.172
O -0.162 0.047 -0.495
O 0.561 -0.311 0.376
O -0.048 -0.403 0.085
O 0.547 -0.126 -0.471
O 0.011 0.368 -0.136
O -0.333 0.24 0.15
O 0.099 0.68 0.041
O 0.116 0.19 -0.684
O 0.301 -0.098 -0.146
O -0.61 0.356 -0.111
O 0.254 -0.299 -0.086
O 0.068 -0.1 0.532
O 0.04 -0.299 -0.071
O -0.34 0.109 -0.12
O 0.13 -0.299 -0.454
O 0.353 -0.001 0.162
O 0.224 0.049 0.015
O -0.03 -0.007 -0.646
O 0.382 0.223 0.246
O 0.195 0.689 0.146
O -0.192 -0.137 -0.49
O -0.065 0.107 0.552
O -0.273 -0.253 0.213
O -0.236 0.011 -0.185
O -0.614 0.15 -0.33
O 0.064 -0.213 -0.032
O -0.124 0.358 -0.162
O -0.002 0.173 0.603
O 0.171 -0.393 -0.158
O -0.032 0.521 -0.051
O -0.201 -0.054 -0.168
O -0.097 0.038 -0.066
O 0.342 0.308 0.1
O -0.363 0.02 -0.612
O 0.291 0.237 -0.154
O -0.33 -0.378 0.372
O -0.146 0.193 0.167
O -0.137 0.15 -0.467
O 0.226 -0.554 0.19
O 0.413 0.074 -0.199
O 0.024 -0.074 -0.151
O 0.352 0.319 -0.502
O -0.024 0.351 -0.175
O -0.48 0.301 -0.116
O -0.017 0.403 -0.191
O 0.202 -0.329 -0.458
O -0.087 -0.015 -0.193
O -0.374 0.262 -0.197
O 0.123 -0.732 -0.015
O -0.041 -0.534 0.323
O -0.01 0.642 -0.027
O 0.475 -0.316 0.499
O -0.078 -0.002 0.403
O 0.009 0.189 0.043
O -0.225 -0.106 -0.105
O -0.159 0.244 -0.255
O -0.049 0.33 0.047
O 0.147 0.502 0.011
O -0.027 -0.374 -0.554
O -0.056 -0.038 0.026
O 0.422 0.109 -0.494
O -0.005 -0.293 0.132
O 0.17 -0.241 -0.063
O 0.183 0.136 -0.483
O -0.207 0.387 0.191
O 0.529 0.635 -0.135
O -0.029 0.162 0.371
O -0.063 0.012 0.189
O -0.389 0.619 0.105
O 0.704 -0.02 0.3
O -0.176 0.473 0.477
O 0.203 -0.476 -0.161
O 0.323 -0.253 -0.13
O -0.283 0.418 -0.124
O 0.267 0.02 0.078
O 0.387 0.22 -0.387
O -0.618 0.167 0.472
O 0.017 -0.49 -0.396
O 0.236 0.216 -0.143
O -0.314 -0.756 -0.027
O -0.301 -0.017 -0.165
O -0.32 0.01 -0.017
O 0.45 -0.258 0.02
O 0.162 0.378 0.235
O -0.354 -0.543 0.012
